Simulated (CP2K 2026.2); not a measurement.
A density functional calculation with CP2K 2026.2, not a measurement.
Periodic cell of 2016 atoms, Si1440O576, from a study of silicon, its oxide and their interface. The atomic structure is a simulated model.
Doubt: the forces sum to 4.23 eV/angstrom along one axis rather than to zero, so they err by at least 0.0021 eV/angstrom per atom on average; the grid cutoff is modest.

Settings
functional: PBE
method: Gaussian and plane waves
basis set: DZVP-MOLOPT-SR-GTH
pseudopotentials: GTH-PBE
grid cutoff: 300 Ry, relative cutoff 40 Ry
k points: Gamma only
occupations: fixed
spin: none
net charge: 0

Cell vectors (angstrom)
a	65.28	0	0
b	0	16.32	0
c	-0.6652	3.0566	33.7575

Atoms and the computed forces on them: element, x, y, z (angstrom), force x, y, z (eV/angstrom)
Si	1.03	-1.15	0.215	0.139	-0.221	0.784
Si	4.418	0.791	0.038	-0.018	0.157	0.717
Si	0.929	4.279	0.003	0.188	-0.05	0.705
Si	3.742	7.169	0.158	0.097	-0.343	0.74
Si	1.388	-7.035	0.147	-0.186	0.336	0.717
Si	4.207	-4.145	0.142	-0.286	0.068	0.728
Si	6.64	-1.334	0.385	0.041	-0.007	0.541
Si	9.095	1.601	-0.035	0.184	-0.073	0.722
Si	6.938	3.875	-0.154	-0.212	0.091	0.696
Si	9.551	6.579	-0.023	0.051	0.123	0.677
Si	6.236	9.848	0.09	0.257	-0.031	0.774
Si	8.789	12.838	-0.157	0.182	-0.206	0.743
Si	12.172	-1.479	-0.086	-0.178	0.272	0.735
Si	14.997	1.184	-0.067	-0.106	0.153	0.755
Si	11.788	4.388	-0.183	0.114	-0.126	0.716
Si	14.996	6.686	0.089	-0.355	0.359	0.657
Si	12.069	9.642	-0.471	0.015	-0.067	0.77
Si	14.448	-3.705	-0.219	0.333	-0.206	0.726
Si	17.283	-0.967	-0.193	0.149	-0.19	0.731
Si	20.699	1.117	-0.187	-0.326	0.311	0.64
Si	17.297	4.504	-0.373	0.514	-0.548	0.447
Si	20.136	7.302	-0.117	0.087	-0.308	0.687
Si	17.808	-6.864	-0.137	-0.173	0.159	0.608
Si	20.657	-4.371	-0.225	-0.068	0.168	0.633
Si	23.035	-1.096	-0.079	0.21	-0.308	0.629
Si	25.716	1.609	-0.012	0.077	-0.011	0.686
Si	23.468	3.811	-0.21	-0.158	0.149	0.662
Si	26.23	6.657	0.003	-0.206	0.017	0.69
Si	22.861	-6.618	-0.1	0.205	-0.024	0.708
Si	26.272	-4.548	-0.097	-0.168	0.249	0.695
Si	29.051	-1.839	-0.112	-0.053	0.189	0.762
Si	31.969	0.835	-0.228	-0.187	0.097	0.664
Si	28.492	4.461	-0.179	0.142	-0.248	0.662
Si	31.819	6.509	-0.046	-0.151	0.099	0.781
Si	28.529	-6.752	0.051	0.167	-0.102	0.725
Si	31.289	-3.973	0.171	0.015	-0.019	0.625
Si	34.115	-1.374	0.362	-0.064	-0.005	0.439
Si	36.918	0.952	0.007	0.076	0.239	0.56
Si	34.007	4.252	-0.085	0.124	-0.159	0.72
Si	36.868	6.861	0.298	-0.024	-0.004	0.439
Si	34.679	-7.223	-0.054	-0.105	0.076	0.708
Si	36.32	-3.618	-0.037	0.228	-0.139	0.709
Si	39.243	-1.178	-0.04	0.093	-0.025	0.64
Si	-22.921	1.452	-0.088	0.146	-0.329	0.767
Si	38.936	4.552	-0.051	0.169	-0.066	0.685
Si	-22.939	6.792	0.413	-0.011	0.018	0.434
Si	40.245	-7.281	-0.019	-0.159	0.054	0.778
Si	-22.31	-4.407	0.075	-0.256	-0.031	0.698
Si	-20.001	-1.723	0.575	0.114	0.067	0.727
Si	-17.411	0.99	0.261	-0.019	0.159	0.674
Si	-20.691	4.627	0.16	0.005	-0.26	0.651
Si	-17.629	6.556	0.431	-0.215	0.333	0.633
Si	-20.022	-6.528	0.157	0.008	-0.28	0.559
Si	-17.854	-3.845	0.251	0.217	-0.132	0.722
Si	-15.183	-1.23	0.127	0.229	-0.106	0.703
Si	-11.951	1.012	0.176	-0.207	0.185	0.707
Si	-15.284	4.384	0.153	0.346	-0.402	0.622
Si	-12.691	7.107	0.238	0.201	-0.013	0.802
Si	-14.979	-7.097	0.303	-0.005	0.277	0.694
Si	-11.962	12.125	0.238	-0.288	0.018	0.749
Si	-9.736	-1.218	0.365	0.112	-0.065	0.715
Si	-7.023	1.509	0.067	0.178	-0.059	0.691
Si	-9.249	3.745	0.01	-0.166	0.12	0.765
Si	-6.748	6.624	0.161	-0.171	0.127	0.767
Si	-9.791	-6.423	0.191	0.018	-0.248	0.73
Si	-6.517	-4.425	0.329	-0.24	0.149	0.759
Si	-4.059	-1.841	0.121	-0.086	0.322	0.711
Si	-1.199	1.078	0.075	-0.29	0.14	0.723
Si	-4.447	4.479	-0.005	0.104	-0.29	0.713
Si	-1.289	6.535	-0.012	-0.124	0.235	0.753
Si	-4.402	-6.712	0.396	0.188	-0.068	0.741
Si	-1.757	-3.978	0.153	0.216	-0.107	0.742
Si	2.69	-0.051	1.436	-0.025	0.024	-0.041
Si	5.364	2.661	1.184	-0.008	-0.002	-0.071
Si	2.597	5.413	1.264	-0.017	0.018	-0.075
Si	5.266	8.264	1.501	0.012	0.01	-0.066
Si	2.56	-5.368	1.352	0.027	0.012	-0.063
Si	5.306	-2.742	1.632	0	-0.002	-0.041
Si	8.059	0.115	1.466	0.021	0.027	-0.035
Si	10.71	2.79	1.199	-0.018	0.027	-0.05
Si	8.016	5.412	1.292	-0.001	-0.018	-0.046
Si	10.753	8.286	1.061	0.03	0.028	-0.052
Si	7.926	11.044	1.201	0.038	0.002	-0.062
Si	10.58	-2.633	1.18	0.006	-0.021	-0.032
Si	13.416	0.045	1.224	0.009	-0.005	-0.055
Si	16.274	2.799	1.027	0.005	0.02	-0.032
Si	13.355	5.495	1.217	-0.019	-0.012	-0.013
Si	16.231	-8.002	1.197	-0.001	-0.002	-0.036
Si	13.444	-5.426	1.034	-0.041	0.018	-0.069
Si	16.178	-2.654	1.042	-0.021	0.013	-0.078
Si	18.983	0.071	1.067	-0.009	-0.001	-0.054
Si	21.813	2.745	1.102	0.025	0.001	-0.066
Si	19.023	5.512	0.959	0.01	0.03	-0.058
Si	21.708	-8.064	1.298	-0.004	0.003	-0.049
Si	19.027	-5.363	1.173	0.036	0.005	-0.048
Si	21.82	-2.76	1.062	0.009	-0.003	-0.028
Si	24.572	0.027	1.274	-0.013	0.004	-0.068
Si	27.371	2.796	1.122	-0.011	0.014	-0.042
Si	24.548	5.45	1.109	0.011	0.001	-0.038
Si	27.356	-8.219	1.415	0	0.011	-0.024
Si	24.548	-5.526	1.166	-0.026	0.002	-0.044
Si	27.344	-2.844	1.155	-0.004	-0.001	-0.066
Si	30.164	-0.105	1.071	0.001	0.007	-0.095
Si	32.858	2.593	1.151	-0.025	0.038	-0.065
Si	30.112	5.447	1.214	0.005	-0.002	-0.036
Si	32.951	-8.228	1.246	-0.002	0.012	-0.083
Si	30.054	-5.537	1.349	-0.013	0.001	-0.045
Si	32.727	-2.779	1.539	-0.024	-0.028	-0.006
Si	35.543	-0.055	1.586	0.025	0.024	-0.017
Si	38.048	2.728	1.202	0.025	-0.069	0.003
Si	35.449	5.396	1.415	-0.011	0.012	-0.068
Si	38.421	-8.103	1.361	0.019	0.052	-0.033
Si	35.533	-5.444	1.268	0.021	-0.016	-0.024
Si	38.113	-2.73	1.282	-0.011	-0.015	-0.07
Si	-24.333	-0.028	1.165	0.021	0.007	-0.022
Si	-21.581	2.74	1.325	0.025	0.041	-0.024
Si	-24.525	5.391	1.386	-0.021	-0.056	-0.045
Si	-21.399	-8.105	1.448	0.003	0.062	-0.033
Si	-24.106	-5.506	1.239	0.007	0.034	-0.082
Si	-21.561	-2.919	1.726	-0.042	-0.025	-0.024
Si	-18.878	-0.063	1.703	-0.001	-0.002	-0.032
Si	-16.282	2.671	1.446	-0.022	0.003	-0.067
Si	-19.125	5.415	1.735	-0.033	-0.047	0.005
Si	-16.397	-8.227	1.715	0.017	0.008	-0.031
Si	-18.875	-5.345	1.749	0.009	0.022	-0.046
Si	-16.259	-2.733	1.532	-0.009	0.005	-0.047
Si	-13.584	-0.077	1.453	-0.018	-0.005	-0.043
Si	-10.856	2.685	1.385	0.019	0.01	-0.058
Si	-13.656	5.417	1.512	-0.011	0.003	-0.064
Si	-10.956	8.213	1.398	-0.01	0.01	-0.071
Si	-13.654	10.892	1.387	0.018	-0.015	-0.056
Si	-10.869	-2.751	1.701	0.014	-0.025	-0.06
Si	-8.119	-0.011	1.509	0.017	0.007	-0.051
Si	-5.483	2.765	1.312	-0.004	0.023	-0.054
Si	-8.244	5.363	1.419	0.002	-0.005	-0.069
Si	-5.61	8.083	1.611	-0.014	-0.025	-0.032
Si	-8.222	-5.419	1.578	0.004	0.007	-0.035
Si	-5.451	-2.855	1.68	0.009	-0.01	-0.05
Si	-2.895	-0.072	1.262	0.015	-0.033	-0.078
Si	-0.126	2.705	1.394	0.018	-0.014	-0.043
Si	-2.834	5.451	1.392	0.021	-0.005	-0.05
Si	-0.169	8.097	1.392	-0.027	-0.015	-0.052
Si	-2.814	-5.496	1.592	-0.012	0.023	-0.072
Si	-0.157	-2.777	1.413	0.003	-0.006	-0.064
Si	1.32	1.385	2.733	-0.032	-0.018	0.011
Si	3.978	4.027	2.58	0.017	-0.012	-0.001
Si	1.252	6.746	2.723	0.021	0.024	0.023
Si	3.888	9.604	2.816	-0.017	0.019	0.016
Si	1.223	-4.09	2.779	0.014	0.025	0.019
Si	3.909	-1.392	2.894	0	0.006	0.036
Si	6.656	1.441	2.753	-0.019	0.009	0.041
Si	9.383	4.095	2.666	0.012	-0.009	0.019
Si	6.682	6.804	2.657	0.025	0.003	-0.005
Si	9.356	9.601	2.465	-0.004	-0.007	0.027
Si	6.714	12.217	2.841	-0.005	-0.007	0.046
Si	9.432	-1.287	2.716	0.004	-0.014	0.01
Si	12.099	1.437	2.558	-0.008	0.005	0.006
Si	14.841	4.1	2.453	0.021	-0.008	-0.013
Si	12.076	6.942	2.539	-0.023	0.005	-0.005
Si	14.833	-6.673	2.499	-0.029	-0.001	-0.006
Si	12.016	-4.091	2.436	0.022	0.011	0.016
Si	14.837	-1.341	2.509	-0.01	-0.008	0.028
Si	17.648	1.461	2.433	-0.038	-0.03	0.014
Si	20.38	4.139	2.366	-0.005	0.004	-0.003
Si	17.639	6.843	2.44	0.002	-0.019	0.018
Si	20.337	-6.713	2.612	-0.024	0	0.039
Si	17.588	-3.985	2.423	-0.007	0.021	0.001
Si	20.364	-1.374	2.388	0.035	0.018	0.002
Si	23.135	1.389	2.55	-0.009	0.018	0.03
Si	25.945	4.115	2.512	-0.008	0	0.026
Si	23.132	6.79	2.474	0.036	0.002	0.001
Si	25.857	-6.863	2.609	0.015	0.013	0.024
Si	23.194	-4.077	2.476	-0.019	-0.008	0.017
Si	25.971	-1.413	2.485	0.019	-0.03	0.005
Si	28.737	1.325	2.395	0.008	-0.014	-0.002
Si	31.418	3.963	2.515	0.036	0.006	0.011
Si	28.781	6.763	2.665	0.004	-0.024	0.015
Si	31.498	-6.886	2.591	0.008	-0.032	0.011
Si	28.637	-4.156	2.64	0.002	0.019	0.036
Si	31.343	-1.343	2.716	-0.015	0.009	0.027
Si	34.144	1.401	2.728	-0.021	0.013	0.022
Si	36.793	4.008	2.725	-0.003	-0.009	0.012
Si	34.14	6.773	2.751	0.014	-0.002	0.049
Si	36.984	-6.715	2.644	-0.03	-0.031	0.002
Si	34.132	-4.207	2.728	0.017	0.005	0.023
Si	36.883	-1.461	2.833	0.012	-0.022	0.033
Si	-25.718	1.383	2.552	-0.008	-0.01	-0.024
Si	-23.081	4.016	2.693	0.026	0.04	0.006
Si	-25.712	6.794	2.824	0.009	0.003	0.014
Si	-22.856	-6.782	2.784	0.024	-0.006	0.004
Si	-25.664	-4.132	2.522	0.005	-0.021	-0.007
Si	-23.056	-1.378	2.686	-0.014	0.034	-0.005
Si	-20.309	1.4	2.818	-0.038	-0.012	0.003
Si	-17.678	3.965	2.879	0.028	-0.023	0
Si	-20.318	6.878	3.021	-0.03	0.02	0.03
Si	-17.611	-6.786	3.042	0.008	-0.016	0.043
Si	-20.262	-4.141	3.158	0.02	-0.006	0.038
Si	-17.537	-1.418	3.012	-0.014	-0.023	0.036
Si	-14.887	1.347	2.823	-0.029	-0.027	0
Si	-12.215	4.046	2.771	0.004	0.002	0.003
Si	-14.99	6.705	2.973	0.009	0.015	0.02
Si	-12.282	9.544	2.823	-0.023	0.014	0.028
Si	-14.917	12.214	2.86	0.025	-0.026	0.004
Si	-12.296	-1.392	2.93	-0.014	0.008	0.016
Si	-9.518	1.352	2.841	-0.003	0.002	0.034
Si	-6.833	4.052	2.791	-0.002	-0.001	0.02
Si	-9.603	6.781	2.741	0.017	0.025	-0.012
Si	-6.926	-6.845	2.935	-0.003	0.018	0.029
Si	-9.481	12.25	3.004	-0.003	-0.007	0.031
Si	-6.813	-1.39	2.886	-0.02	-0.013	0.005
Si	-4.156	1.345	2.678	0.004	0.006	-0.002
Si	-1.504	4.037	2.757	0.009	0.013	0.015
Si	-4.13	6.772	2.857	0.005	-0.009	0.032
Si	-1.427	-6.873	2.843	0.004	-0.002	0.007
Si	-4.104	-4.166	3.026	0.008	-0.01	0.033
Si	-1.522	-1.382	2.742	-0.019	-0.005	0.041
Si	-0.088	-0.013	4.068	0.015	0	-0.042
Si	2.663	2.741	4.081	0.01	0.003	0.012
Si	-0.102	5.399	4.105	0	0.005	-0.01
Si	2.58	8.142	4.112	-0.025	0.005	-0.016
Si	-0.07	-5.482	4.167	-0.006	0.011	-0.004
Si	2.561	-2.76	4.197	0.005	-0.021	0.007
Si	5.327	0.03	4.119	0.012	0.023	-0.029
Si	8.053	2.762	4.079	0.027	-0.002	0.001
Si	5.32	5.413	3.989	-0.02	-0.022	-0.015
Si	8.068	8.207	3.935	0.014	0.043	-0.002
Si	5.319	10.883	4.165	-0.012	0.002	0.001
Si	8.082	-2.669	4.083	0.007	-0.014	-0.013
Si	10.813	0.072	4	-0.002	0.018	0.01
Si	13.518	2.767	3.879	0.003	0.008	0.006
Si	10.766	5.528	3.932	-0.006	-0.008	-0.015
Si	13.508	-8.079	3.875	0.001	0.005	-0.004
Si	10.734	-5.422	3.892	-0.004	-0.002	-0.012
Si	13.448	-2.726	3.824	0.009	-0.009	-0.025
Si	16.254	0.063	3.795	-0.004	0.01	-0.007
Si	19.021	2.793	3.784	0.01	0.008	0.019
Si	16.238	5.483	3.787	0.005	0.02	0.009
Si	18.972	-8.144	3.869	0.017	0	0.004
Si	16.24	-5.345	3.826	0.021	-0.004	0.021
Si	18.985	-2.667	3.798	0.002	-0.002	0.011
Si	21.718	-0.006	3.801	0.003	0.001	0.008
Si	24.541	2.752	3.858	0.002	0.002	-0.017
Si	21.738	5.447	3.799	-0.017	0	0.023
Si	24.474	-8.209	3.905	-0.003	-0.004	0.019
Si	21.782	-5.377	3.875	0.008	-0.004	0.01
Si	24.543	-2.718	3.845	-0.007	-0.01	0.002
Si	27.328	-0.005	3.802	0.021	0.004	0.016
Si	30.021	2.658	3.88	-0.008	0.003	-0.006
Si	27.299	5.43	3.92	-0.022	-0.006	0
Si	30.102	-8.179	3.988	-0.005	0.012	0.022
Si	27.226	-5.482	3.951	0.002	-0.003	-0.001
Si	29.966	-2.744	3.994	0.001	-0.009	-0.004
Si	32.742	0.013	4.024	-0.006	-0.023	-0.006
Si	35.457	2.72	4.124	-0.022	0.017	0.037
Si	32.719	5.37	3.974	-0.013	-0.016	-0.028
Si	35.557	-8.131	3.991	0.002	0.015	-0.037
Si	32.749	-5.522	4.042	-0.008	0.005	0.026
Si	35.464	-2.809	4.094	0.012	-0.015	-0.004
Si	-27.034	0.015	4.03	0.008	0.035	-0.02
Si	-24.414	2.671	4.063	-0.017	-0.004	0.001
Si	-27.123	5.407	4.08	0.001	-0.004	-0.002
Si	-24.302	-8.153	4.11	0.008	0	-0.024
Si	-26.996	-5.397	4.039	0.027	0.006	0.016
Si	-24.42	-2.739	4.02	0.016	-0.041	-0.002
Si	-21.716	-0.005	4.093	0.02	-0.007	-0.007
Si	-18.999	2.667	4.272	0.01	-0.002	0.027
Si	-21.768	5.422	4.148	-0.015	-0.052	-0.031
Si	-18.967	-8.141	4.38	-0.026	0.016	-0.016
Si	-21.675	-5.51	4.349	-0.006	-0.024	0.006
Si	-18.913	-2.714	4.385	0.006	0.002	-0.002
Si	-16.203	0.004	4.274	0.019	0.007	-0.023
Si	-13.542	2.697	4.188	-0.013	-0.004	0.011
Si	-16.337	5.336	4.274	-0.028	0.018	0.009
Si	-13.587	8.139	4.227	0.001	0.021	-0.036
Si	-16.22	10.888	4.31	-0.009	0.036	0.002
Si	-13.602	-2.766	4.28	-0.011	0.022	0.011
Si	-10.881	-0.011	4.217	0.025	-0.002	-0.018
Si	-8.164	2.705	4.199	0.01	0	-0.013
Si	-10.895	5.419	4.16	0.007	-0.009	0.01
Si	-8.263	8.078	4.221	-0.01	-0.012	-0.004
Si	-10.9	10.843	4.247	-0.012	-0.015	-0.023
Si	-8.136	-2.709	4.313	0.007	-0.002	0.026
Si	-5.448	0.01	4.165	0.024	0.01	-0.007
Si	-2.815	2.66	4.122	-0.001	0.005	0.018
Si	-5.479	5.385	4.189	-0.011	-0.015	-0.015
Si	-2.781	8.12	4.221	-0.02	0.002	0.002
Si	-5.515	-5.523	4.296	0	0.02	-0.003
Si	-2.75	-2.72	4.251	0.013	-0.01	-0.007
Si	1.375	-1.396	16.441	-0.011	-0.013	-0.009
Si	4.162	1.376	16.369	0.003	0.01	-0.01
Si	1.432	4.078	16.475	0.001	0.001	0.002
Si	4.164	6.765	16.402	0.003	-0.016	0.001
Si	1.445	-6.838	16.447	0	0.005	-0.004
Si	4.134	-4.104	16.408	-0.001	-0.001	-0.009
Si	6.848	-1.374	16.325	0	-0.01	0
Si	9.536	1.363	16.284	-0.008	0	-0.013
Si	6.854	4.048	16.387	-0.013	-0.022	0.008
Si	9.58	6.776	16.281	-0.007	0.011	-0.002
Si	6.886	9.496	16.344	0.002	0.004	-0.001
Si	9.596	-4.081	16.244	0.01	-0.01	-0.005
Si	12.252	-1.37	16.224	-0.004	-0.018	0.008
Si	14.977	1.359	16.092	0.001	-0.007	-0.013
Si	12.241	4.076	16.189	0	-0.011	-0.002
Si	14.972	-9.527	16.105	0	-0.008	-0.008
Si	12.273	-6.822	16.166	-0.003	-0.008	-0.008
Si	14.968	-4.063	16.101	0.012	-0.01	-0.007
Si	17.706	-1.35	16.046	-0.01	-0.006	-0.008
Si	20.415	1.371	16.044	-0.003	0.001	-0.003
Si	17.677	4.066	16.055	-0.017	-0.001	0.001
Si	20.442	-9.483	16.008	0.013	0.001	-0.016
Si	17.695	-6.793	16.025	0.006	-0.012	-0.007
Si	20.427	-4.049	16.03	0.013	0.003	-0.004
Si	23.131	-1.341	16.062	0.003	0.009	-0.004
Si	25.811	1.388	16.062	-0.007	0.003	-0.004
Si	23.108	4.088	15.999	-0.018	-0.006	-0.012
Si	25.766	-9.509	15.957	0.009	0.009	-0.016
Si	23.077	-6.772	16.008	-0.001	-0.006	-0.01
Si	25.814	-4.023	16.091	0.02	0.002	0.014
Si	28.527	-1.332	16.072	-0.002	-0.004	-0.002
Si	31.269	1.416	16.144	-0.003	0.017	0.003
Si	28.519	4.077	16.027	0.002	0.008	-0.013
Si	31.244	-9.469	16.144	0.01	0.008	-0.001
Si	28.516	-6.743	16.045	-0.002	0.007	-0.011
Si	31.243	-4.046	16.146	0.001	0.002	0.009
Si	33.971	-1.314	16.207	0.017	-0.012	-0.011
Si	36.665	1.443	16.266	0.003	0.007	-0.003
Si	33.977	4.144	16.227	0.013	0.005	0
Si	36.649	-9.465	16.363	0.013	-0.005	0.009
Si	33.958	-6.768	16.219	-0.004	0.009	-0.004
Si	36.664	-4.043	16.314	-0.002	0.007	0.004
Si	-25.877	-1.312	16.285	0	0.001	-0.027
Si	-23.191	1.412	16.328	0.014	-0.003	-0.02
Si	-25.899	4.167	16.37	0.021	0.001	-0.007
Si	-23.164	-9.464	16.421	0.018	-0.028	0.004
Si	-25.917	-6.757	16.383	-0.006	0.002	0.009
Si	-23.132	-4.054	16.395	-0.004	0.032	-0.01
Si	-20.473	-1.375	16.333	-0.014	-0.003	-0.013
Si	-17.695	1.391	16.406	0.012	0.005	-0.021
Si	-20.432	4.132	16.374	0.005	-0.007	-0.021
Si	-17.679	-9.469	16.468	0.007	0.012	-0.003
Si	-20.4	-6.766	16.483	0.005	0.028	0.01
Si	-17.727	-4.133	16.362	-0.022	-0.007	-0.011
Si	-14.981	-1.392	16.385	0.003	0.002	-0.023
Si	-12.243	1.346	16.402	-0.003	0	-0.009
Si	-14.972	4.103	16.467	0	0.008	0.002
Si	-12.263	6.664	16.535	-0.021	0.008	-0.001
Si	-14.98	9.399	16.437	-0.011	-0.005	-0.001
Si	-12.223	-4.143	16.402	-0.001	0.011	-0.028
Si	-9.506	-1.425	16.416	0.009	0.001	-0.004
Si	-6.835	1.25	16.526	-0.016	-0.009	0
Si	-9.566	3.965	16.55	-0.019	-0.008	0
Si	-6.759	6.707	16.507	-0.005	-0.002	0
Si	-9.47	9.419	16.448	-0.007	0.004	-0.018
Si	-6.745	-4.204	16.45	-0.016	0.015	-0.008
Si	-4.078	-1.45	16.487	0.009	-0.016	0.003
Si	-1.298	1.306	16.465	-0.011	0.002	-0.009
Si	-4.083	4.012	16.524	0.004	0.014	0.007
Si	-1.313	6.758	16.535	0.005	-0.017	0.003
Si	-4.007	9.462	16.536	0.002	0.016	0.013
Si	-1.332	-4.137	16.463	-0.008	0.006	-0.012
Si	2.779	0.029	17.689	-0.03	0.014	-0.049
Si	5.512	2.689	17.808	-0.005	0.003	0.029
Si	2.813	5.462	17.838	-0.007	0.009	-0.009
Si	5.576	8.099	17.734	0.008	0.014	-0.022
Si	2.827	-5.492	17.811	-0.012	-0.006	0.021
Si	5.512	-2.721	17.729	-0.003	0.001	0.023
Si	8.203	-0.007	17.677	-0.016	0.018	0.007
Si	10.894	2.748	17.614	0.003	0.01	0.002
Si	8.268	5.411	17.703	0.032	-0.011	-0.009
Si	10.993	8.122	17.598	0.019	0.007	0.012
Si	8.306	10.867	17.637	-0.012	-0.021	0.015
Si	10.916	-2.729	17.652	-0.001	0.01	0.012
Si	13.653	0.021	17.497	0.002	0.014	0.015
Si	16.337	2.696	17.45	0.001	0.004	-0.003
Si	13.634	5.431	17.498	-0.014	0.018	-0.015
Si	16.324	-8.117	17.401	0.009	0	0.014
Si	13.61	-5.414	17.476	-0.003	-0.012	-0.007
Si	16.357	-2.701	17.41	-0.01	0.018	0.031
Si	19.051	0.02	17.398	0.015	0.003	-0.006
Si	21.839	2.682	17.382	0.029	0.001	0.014
Si	19.091	5.45	17.304	-0.009	0.002	0
Si	21.781	-8.135	17.423	-0.001	-0.01	-0.005
Si	19.119	-5.479	17.344	0	-0.019	-0.015
Si	21.772	-2.689	17.417	-0.005	-0.018	0.014
Si	24.487	0.01	17.439	-0.003	0.002	-0.013
Si	27.132	2.787	17.407	-0.004	0.002	0.025
Si	24.411	5.492	17.343	0.02	0.024	-0.01
Si	27.098	-8.133	17.271	-0.016	-0.008	-0.015
Si	24.396	-5.401	17.369	-0.021	-0.006	0.016
Si	27.162	-2.635	17.471	-0.02	0.018	-0.006
Si	29.883	0.029	17.417	0.009	-0.012	0.014
Si	32.635	2.761	17.549	-0.009	-0.033	0.002
Si	29.874	5.41	17.381	0	0.023	0.021
Si	32.565	-8.097	17.556	-0.004	-0.011	-0.01
Si	29.849	-5.41	17.459	-0.006	-0.01	0
Si	32.615	-2.706	17.52	0.015	0.006	0.024
Si	35.254	0.114	17.585	-0.012	0.016	-0.024
Si	37.99	2.798	17.671	-0.024	-0.008	0.022
Si	35.232	5.511	17.696	-0.028	-0.003	0.03
Si	37.995	-8.108	17.77	-0.019	-0.011	-0.016
Si	35.286	-5.44	17.64	0.006	0.012	-0.011
Si	38.001	-2.609	17.633	0.026	-0.004	0.003
Si	-24.508	0.005	17.665	-0.002	0.006	0.005
Si	-21.877	2.824	17.665	-0.011	0.012	-0.002
Si	-24.58	5.549	17.78	-0.012	0.001	-0.002
Si	-21.79	-8.131	17.807	0.003	0.022	0.016
Si	-24.564	-5.361	17.714	-0.008	-0.012	0.017
Si	-21.761	-2.712	17.783	0.011	-0.009	0.019
Si	-19.115	-0.006	17.63	-0.009	-0.012	-0.005
Si	-16.365	2.784	17.79	-0.026	0.001	-0.008
Si	-19.068	5.479	17.747	-0.033	-0.005	-0.028
Si	-16.317	-8.191	17.935	0.005	-0.013	0.038
Si	-19.018	-5.402	17.864	0.025	0.013	0.004
Si	-16.363	-2.79	17.668	0.01	0.011	-0.014
Si	-13.621	-0.002	17.691	-0.009	-0.002	0
Si	-10.992	2.618	17.931	-0.007	0.006	0.022
Si	-13.673	5.371	17.984	0.01	0.01	0.018
Si	-10.804	8.012	17.773	0.026	-0.005	-0.013
Si	-13.596	10.782	17.688	-0.003	-0.01	0
Si	-10.83	-2.811	17.742	0.001	0.003	0.014
Si	-8.255	-0.094	17.889	-0.007	0.005	0.013
Si	-5.447	2.592	17.864	0.005	0.02	-0.021
Si	-8.12	5.298	17.837	0.021	0.003	0.011
Si	-5.401	8.09	17.866	0.001	-0.013	-0.018
Si	-8.079	-5.585	17.813	0.02	-0.044	-0.016
Si	-5.452	-2.838	17.842	0.003	0.005	0.033
Si	-2.667	-0.086	17.792	0.003	0.005	-0.021
Si	0.089	2.671	17.814	0.016	0.002	-0.013
Si	-2.728	5.4	17.881	-0.014	0.001	-0.016
Si	0.115	-8.185	17.856	-0.006	-0.011	-0.022
Si	-2.617	-5.491	17.911	0.023	-0.008	0.016
Si	0.01	-2.775	17.823	0.009	0.019	0.002
Si	1.523	1.347	19.167	0.024	0.009	-0.013
Si	4.171	4.092	19.188	0.004	-0.011	-0.031
Si	1.512	6.856	19.265	0.049	-0.009	-0.017
Si	4.258	-6.885	19.127	-0.013	0.002	-0.016
Si	1.41	-4.135	19.14	-0.002	-0.026	-0.042
Si	4.122	-1.292	19.036	0.014	-0.007	-0.01
Si	6.879	1.275	19.154	-0.01	-0.012	-0.009
Si	9.593	4.059	19.116	-0.006	-0.005	0.008
Si	6.989	6.783	19.109	-0.02	0.03	0.02
Si	9.73	9.529	18.984	-0.001	0.011	-0.027
Si	6.955	-4.104	19.002	-0.016	-0.008	-0.047
Si	9.545	-1.365	19.04	0.014	-0.034	-0.008
Si	12.285	1.365	18.876	0.02	-0.011	-0.021
Si	14.977	4.044	18.809	-0.005	-0.024	-0.025
Si	12.333	6.724	18.967	-0.005	0.009	-0.028
Si	14.93	-6.799	18.799	0.005	-0.024	-0.024
Si	12.345	-4.087	18.958	0.001	0.003	-0.006
Si	15.064	-1.313	18.818	0.001	0.002	-0.027
Si	17.693	1.326	18.796	-0.014	-0.012	-0.023
Si	20.464	4.08	18.618	-0.01	0.028	-0.056
Si	17.776	-9.471	18.629	0.019	0.01	-0.044
Si	20.467	-6.761	18.797	-0.008	0.021	0
Si	17.738	-4.152	18.632	-0.022	0.002	-0.027
Si	20.435	-1.291	18.753	0.029	-0.001	0
Si	23.17	1.338	18.841	-0.011	0.01	-0.018
Si	25.703	4.151	18.723	0.009	-0.023	-0.015
Si	23.14	-9.488	18.795	0.008	0.008	-0.019
Si	25.734	-6.822	18.641	-0.007	-0.05	-0.028
Si	23.108	-4.042	18.807	0.009	-0.021	-0.018
Si	25.836	-1.264	18.885	0.026	-0.008	-0.018
Si	28.497	1.401	18.71	0	-0.017	-0.034
Si	31.27	4.159	18.816	0.024	0.009	-0.006
Si	28.389	-9.565	18.556	-0.039	0.009	-0.031
Si	31.125	-6.794	18.87	0.037	-0.022	-0.014
Si	28.537	-3.995	18.783	0.005	-0.001	-0.003
Si	31.301	-1.25	18.792	-0.006	0.033	-0.027
Si	33.943	1.45	19.031	0.018	0.01	-0.01
Si	36.607	4.154	19.053	0.011	0.003	-0.019
Si	33.831	-9.404	19.044	0.029	-0.012	-0.033
Si	36.615	-6.735	19.107	-0.014	0.007	0.006
Si	33.852	-4.136	18.95	-0.031	-0.012	0
Si	36.572	-1.243	18.925	0.028	0.011	-0.004
Si	39.362	1.364	18.94	0.004	0.001	-0.035
Si	-23.209	4.178	19.094	0.017	-0.001	-0.035
Si	39.339	-9.421	19.206	0.039	-0.008	-0.007
Si	-23.216	-6.729	19.073	-0.024	0.005	-0.035
Si	39.382	-3.896	19.017	0.016	0.015	-0.022
Si	-23.131	-1.308	19.082	-0.015	0.001	-0.019
Si	-20.49	1.418	18.883	0.004	-0.004	-0.066
Si	-17.713	4.198	19.161	0.047	0.026	-0.019
Si	-20.383	-9.51	19.149	0.005	-0.014	-0.01
Si	-17.609	-6.713	19.268	0.006	0.042	-0.039
Si	-20.367	-4.004	19.226	0.009	0.023	-0.027
Si	-17.783	-1.427	18.935	-0.015	-0.016	-0.046
Si	-14.987	1.365	19.039	0.03	0.007	-0.04
Si	-12.388	3.925	19.372	-0.019	-0.034	0.016
Si	-15.038	-9.589	19.416	-0.053	-0.017	-0.004
Si	-12.206	9.409	18.988	0.006	-0.008	-0.036
Si	-15.013	-4.201	18.982	-0.033	-0.016	-0.043
Si	-12.25	-1.405	18.961	0.011	0.021	-0.057
Si	-9.708	1.19	19.31	0.017	-0.051	-0.023
Si	-6.874	3.861	19.241	-0.028	0.004	-0.004
Si	-9.451	6.662	19.184	-0.015	0.033	-0.03
Si	-6.771	9.385	19.275	-0.026	0.013	-0.012
Si	-9.442	-4.198	19.082	0.015	0.014	-0.041
Si	-6.925	-1.549	19.181	-0.035	0.004	-0.047
Si	-4.064	1.191	19.161	0.004	-0.005	-0.004
Si	-1.331	3.988	19.136	-0.017	0.002	-0.009
Si	-4.085	6.773	19.284	0.036	-0.012	0.014
Si	-1.157	-6.819	19.28	-0.035	0.059	0.001
Si	-4.046	-4.141	19.231	0.02	-0.015	-0.016
Si	-1.34	-1.399	19.213	0.026	0	-0.011
Si	0.18	-0.071	20.478	-0.013	-0.035	0.046
Si	2.824	2.746	20.619	-0.025	0	0.014
Si	0.071	5.407	20.436	0.004	-0.013	0.022
Si	2.949	8.21	20.676	-0.018	-0.009	0.08
Si	0.222	-5.468	20.722	0.015	-0.029	0.051
Si	2.801	-2.69	20.344	-0.019	0.004	0.067
Si	5.426	-0.036	20.534	0.018	0.039	0.058
Si	8.273	2.625	20.508	0.01	0.014	0.03
Si	5.659	5.408	20.487	-0.005	-0.051	0.057
Si	8.456	8.141	20.389	0.015	0.005	0.062
Si	5.725	-5.551	20.386	0.046	-0.007	0.041
Si	8.179	-2.699	20.442	-0.017	0.012	0.072
Si	10.992	-0.015	20.294	0.029	0.011	0.052
Si	13.619	2.74	20.242	-0.018	0.026	0.059
Si	11.04	5.397	20.465	0.002	0.009	0.041
Si	13.667	8.146	20.275	-0.013	0.003	0.023
Si	11.079	10.877	20.415	-0.007	-0.04	0.049
Si	13.739	-2.67	20.201	0.006	0.011	0.059
Si	16.402	0.005	20.267	-0.002	0.012	0.069
Si	19.157	2.699	19.964	0.018	-0.022	0.054
Si	16.438	5.46	19.922	-0.003	0.018	0.051
Si	19.086	-8.139	20.077	-0.007	-0.015	0.063
Si	16.359	-5.426	20.021	0.005	0.024	0.069
Si	19.071	-2.776	19.926	-0.001	0.012	0.049
Si	21.798	-0.009	20.229	-0.02	-0.002	0.034
Si	24.495	2.776	20.184	-0.022	-0.017	0.075
Si	21.763	5.411	20.038	0.016	-0.003	0.091
Si	24.51	-8.152	20.186	0	0.006	0.074
Si	21.792	-5.425	20.231	0.02	-0.007	0.068
Si	24.486	-2.68	20.191	0.008	-0.006	0.063
Si	27.172	0.186	20.22	-0.02	0.004	0.072
Si	29.895	2.733	20.01	0.004	-0.029	0.044
Si	27.044	5.536	20.022	-0.021	0.049	0.049
Si	29.699	-8.323	19.956	0.056	-0.048	0.051
Si	27.088	-5.436	19.908	-0.024	0.019	0.007
Si	29.935	-2.598	20.087	-0.002	-0.006	0.023
Si	32.536	0.094	20.339	-0.005	-0.016	0.051
Si	35.253	2.819	20.467	-0.017	-0.015	0.055
Si	32.395	5.55	20.371	-0.025	0.028	0.018
Si	35.199	-8.074	20.489	-0.019	-0.028	0.056
Si	32.383	-5.451	20.34	0.002	0.041	0.024
Si	35.175	-2.642	20.191	-0.031	-0.009	0.004
Si	37.928	0.112	20.306	-0.015	0.022	0.06
Si	40.682	2.704	20.309	-0.01	0.006	0.051
Si	37.918	5.503	20.501	-0.012	-0.007	0.063
Si	40.697	-7.986	20.551	0.008	-0.012	0.048
Si	37.964	-5.223	20.331	-0.013	-0.001	0.018
Si	40.753	-2.569	20.481	-0.022	-0.017	0.041
Si	-21.724	0.094	20.329	0.003	-0.032	0.084
Si	-19.155	2.743	20.236	0.003	-0.003	0.031
Si	-21.815	5.505	20.508	-0.001	-0.024	0.023
Si	-18.992	-8.129	20.503	-0.012	-0.011	0.041
Si	-21.839	-5.387	20.425	-0.017	0.011	0.049
Si	-18.948	-2.623	20.586	-0.001	-0.036	0.103
Si	-16.421	-0.049	20.162	-0.015	-0.007	0.017
Si	-13.848	2.515	20.75	0.016	0.043	0.103
Si	-16.495	5.367	20.877	0.033	0.056	0.058
Si	-13.511	-8.115	20.496	0.014	0.013	0.054
Si	-16.175	-5.369	20.666	-0.003	-0.034	0.082
Si	-13.624	-2.802	20.148	0.002	0.003	0.035
Si	-11.124	-0.239	20.634	0.017	0.026	0.107
Si	-8.341	2.53	20.652	-0.003	0.034	0.053
Si	-10.872	5.326	20.517	0.01	0.01	0.029
Si	-8.096	7.963	20.664	0.029	-0.021	0.025
Si	-10.813	-5.595	20.309	0.013	-0.015	0.046
Si	-8.257	-2.906	20.639	0.025	0.017	0.05
Si	-5.482	-0.221	20.42	0.037	-0.028	0.048
Si	-2.67	2.523	20.494	0.011	-0.031	0.006
Si	-5.509	5.27	20.543	-0.001	0.032	-0.02
Si	-2.586	-8.131	20.589	-0.006	-0.014	0
Si	-5.419	-5.511	20.592	-0.016	0.017	0.055
Si	-2.75	-2.724	20.621	-0.053	0.009	0.013
Si	1.264	-1.683	21.835	0.283	0.317	-0.71
Si	4.421	1.63	21.956	-0.137	-0.185	-0.675
Si	1.067	3.815	21.803	0.333	0.156	-0.729
Si	4.362	6.736	21.9	-0.028	0.088	-0.779
Si	2.14	-6.267	22.035	-0.289	-0.235	-0.775
Si	4.301	-4.066	21.431	0.006	-0.002	-0.516
Si	6.388	-1.801	21.776	0.106	0.079	-0.714
Si	9.917	1.462	21.751	-0.245	-0.099	-0.672
Si	6.744	3.801	21.852	0.124	0.129	-0.725
Si	9.991	7.01	21.813	-0.153	-0.104	-0.707
Si	7.45	-6.556	21.719	-0.411	-0.158	-0.825
Si	9.501	-4.193	21.652	0.228	0.147	-0.767
Si	12.612	-1.123	21.56	-0.125	-0.221	-0.765
Si	14.745	1.173	21.507	0.264	0.038	-0.759
Si	12.122	3.751	21.788	0.192	0.238	-0.747
Si	15.379	6.959	21.32	-0.2	-0.022	-0.682
Si	12.212	9.258	21.785	0.104	0.223	-0.729
Si	15.354	-3.836	21.406	-0.135	-0.067	-0.757
Si	17.606	-1.719	21.351	-0.026	0.246	-0.68
Si	20.587	1.586	21.449	-0.118	-0.203	-0.699
Si	18.033	4.318	21.137	-0.111	-0.078	-0.772
Si	20.203	-9.772	21.32	0.134	0.221	-0.731
Si	17.441	-7.018	21.305	0.179	0.066	-0.709
Si	20.573	-3.776	21.385	-0.071	-0.315	-0.729
Si	22.897	-1.626	21.571	0.277	0.28	-0.71
Si	26.231	1.917	21.564	-0.149	-0.147	-0.686
Si	22.79	3.821	21.411	0.175	0.098	-0.752
Si	26.116	-9.232	21.562	-0.215	-0.2	-0.732
Si	23.481	-6.514	21.496	-0.258	-0.102	-0.741
Si	25.688	-4.313	21.36	0.066	0.194	-0.687
Si	28.872	-0.949	21.323	-0.173	0.015	-0.808
Si	30.934	1.334	21.569	0.268	0.104	-0.669
Si	28.442	4.095	21.133	0.017	0.04	-0.475
Si	30.457	-9.914	21.528	0.319	0.011	-0.723
Si	28.206	-7.035	21.113	-0.053	-0.074	-0.633
Si	31.335	-3.716	21.597	-0.101	-0.216	-0.7
Si	33.639	-1.577	21.585	0.039	0.211	-0.694
Si	36.861	1.628	21.766	-0.228	-0.071	-0.726
Si	34.021	4.467	21.658	-0.089	-0.232	-0.727
Si	36.298	-9.676	21.847	0.276	0.16	-0.742
Si	33.636	-6.836	21.773	-0.014	-0.108	-0.692
Si	36.751	-3.608	21.581	-0.147	-0.345	-0.771
Si	39.034	-1.422	21.656	0.339	0.147	-0.703
Si	42.3	1.598	21.6	-0.164	-0.198	-0.699
Si	39.097	3.8	21.63	-0.016	0.121	-0.718
Si	42.314	-9.188	21.795	-0.158	-0.09	-0.718
Si	39.6	-6.181	21.686	0.053	-0.213	-0.724
Si	41.979	-4.129	21.766	0.089	0.1	-0.632
Si	-20.026	-0.817	21.693	0.022	-0.182	-0.745
Si	-17.818	1.293	21.44	0.011	0.005	-0.503
Si	-20.683	3.777	21.657	0.139	0.267	-0.666
Si	-17.703	-9.264	22.173	0.14	-0.177	-0.714
Si	-20.698	-7.022	21.647	0.011	0.072	-0.72
Si	-17.194	-3.618	21.913	-0.202	-0.132	-0.758
Si	-15.072	-1.478	21.373	-0.012	-0.041	-0.6
Si	-12.935	0.645	21.935	0.193	0.213	-0.795
Si	-15.645	3.441	22.099	0.246	0.195	-0.738
Si	-11.889	7.035	21.716	-0.166	-0.015	-0.775
Si	-14.301	-6.335	21.841	-0.307	-0.09	-0.852
Si	-12.212	-4.13	21.42	0.023	0.017	-0.563
Si	-10.08	-1.977	21.875	0.141	0.173	-0.741
Si	-6.846	1.082	21.739	-0.324	-0.087	-0.591
Si	-9.489	4.142	22.004	-0.147	-0.237	-0.626
Si	-7.093	6.225	22.011	0.161	0.257	-0.688
Si	-9.712	9.24	21.773	0.192	0.091	-0.74
Si	-6.613	-4.01	21.971	-0.19	-0.132	-0.722
Si	-4.458	-1.678	21.957	0.239	0.08	-0.698
Si	-1.01	1.44	21.766	-0.204	-0.128	-0.648
Si	-3.81	4.157	21.69	-0.37	-0.362	-0.582
Si	-1.537	6.445	21.768	0.341	0.406	-0.558
Si	-4.015	-6.827	21.928	0.186	0.141	-0.663
Si	-1.088	-3.834	21.831	-0.19	-0.372	-0.677
Si	-1.221	0.619	24.749	0.062	0.007	-0.07
Si	3.897	0.671	24.924	-0.016	-0.021	-0.191
Si	1.93	-7.853	24.681	0.137	0.09	-0.1
Si	6.374	8.043	23.988	-0.026	-0.148	-0.079
Si	6.672	-0.842	24.743	-0.085	0.035	-0.164
Si	8.236	5.567	24.061	0.046	-0.027	-0.138
Si	14.203	2.092	-5.095	0.088	-0.056	-0.022
Si	16.136	1.638	24.062	0.03	0.099	-0.077
Si	14.933	7.382	-7.131	0.001	0	-0.032
Si	9.934	3.442	-5.103	0.016	0.168	-0.043
Si	2.427	1.828	-7.145	-0.143	0.012	-0.011
Si	13.005	4.454	24.81	-0.047	-0.034	-0.142
Si	12.877	-0.198	-6.618	0.066	-0.086	-0.064
Si	11.297	5.897	-3.878	0.012	-0.107	0.099
Si	19.679	1.686	-5.747	-0.049	0.018	0.025
Si	18.969	4.648	-5.871	0.03	0.178	0.005
Si	2.977	-7.304	-4.342	-0.056	-0.018	0.011
Si	11.371	-2.927	23.806	0.073	0.05	-0.147
Si	16.898	0.438	-5.342	0.002	-0.059	0.088
Si	25.071	1.577	24.527	0.053	0.022	-0.135
Si	20.374	4.627	25.371	0.023	0.013	-0.102
Si	20.314	7.456	24.212	0.035	-0.016	-0.178
Si	23.604	-0.673	-3.002	-0.001	-0.037	0.143
Si	13.817	-3.123	-5.781	-0.045	0.091	0.068
Si	29.739	-5.514	23.427	0.004	0.037	-0.017
Si	29.645	2.132	26.284	0.064	-0.064	-0.082
Si	27.214	3.393	25.434	-0.046	0.119	-0.065
Si	31.258	-6.494	-7.1	0.025	-0.071	-0.071
Si	29.325	-2.711	-5.409	0.076	-0.018	0.04
Si	24.575	-1.292	24.174	-0.016	-0.134	0.042
Si	32.175	3.776	26.464	0.061	-0.072	-0.022
Si	-32.535	2.605	23.665	-0.128	0.062	0.037
Si	24.276	5.9	-4.211	0.096	0.043	0.057
Si	31.889	-7.074	-4.086	0.029	-0.103	0.086
Si	31.611	-3.509	-7.077	-0.063	0.045	0.071
Si	23.879	7.357	-6.786	-0.122	0.016	0.018
Si	-30.428	0.332	23.665	0.112	-0.062	-0.058
Si	-24.857	5.647	23.782	0.022	0.019	-0.158
Si	-27.707	3.529	-4.114	-0.047	-0.059	-0.005
Si	-30.065	-4.949	23.793	-0.01	0.022	0.057
Si	27.899	-4.165	25.499	-0.056	-0.03	-0.022
Si	25.124	-3.546	26.35	-0.014	-0.005	-0.138
Si	-20.161	-6.397	24.487	0.111	-0.098	-0.008
Si	-23.561	0.99	24.6	0.023	0.022	-0.162
Si	-23.417	3.81	25.478	0.023	-0.049	0.003
Si	-18.619	-4.018	24.671	0.075	0.106	-0.033
Si	-22.763	-5.598	25.848	0.04	-0.005	0.177
Si	-26.053	-3.613	-6.469	-0.029	-0.097	-0.042
Si	-18.396	-3.12	-6.393	-0.122	-0.001	-0.033
Si	-21.578	-0.616	25.956	0.01	-0.035	-0.003
Si	-22.3	5.158	-6.25	0.127	0.02	0.047
Si	-16.032	4.248	-2.761	0.052	0.037	0.236
Si	-12.748	1.184	25.034	0.15	-0.128	-0.037
Si	-15.347	-8.135	24.099	-0.102	-0.048	-0.166
Si	-10.059	2.46	24.499	-0.03	0.117	-0.016
Si	-15.771	1.433	-6.474	-0.089	-0.017	0.018
Si	-14.4	3.727	25.019	-0.087	-0.06	-0.207
Si	-13.008	6.212	24.508	-0.045	0.136	0.015
Si	-20.6	4.219	24.577	0.131	0.052	-0.068
Si	-7.397	3.603	25.794	-0.035	-0.038	-0.039
Si	-8.732	-0.111	23.822	0.057	-0.12	-0.077
Si	-6.089	-6.903	25.88	-0.033	-0.039	-0.026
Si	-9.628	-0.339	-4.62	-0.056	0.092	0.066
Si	-8.58	8.137	-1.949	0.064	0.006	0.153
Si	-8.231	-5.612	24.186	0.135	0.006	-0.14
Si	-8.019	-4.268	-7.094	0.064	-0.008	-0.047
Si	-5.156	2.684	23.745	-0.012	-0.033	0.104
Si	-2.244	6.197	24.598	0.004	-0.105	-0.024
Si	1.43	-1.154	24.939	-0.084	-0.142	-0.147
Si	-2.416	-5.245	24.18	-0.133	-0.023	-0.084
Si	-0.401	-6.457	25.916	0.047	0.098	0.042
Si	2.087	-7.022	-7.204	0.08	0.094	0.043
Si	-1.054	3.578	25.996	-0.042	0.063	-0.066
Si	9.111	0.526	-4.605	0.146	-0.045	-0.069
Si	3.904	6.505	-2.74	0.036	0.193	-0.077
Si	4.846	-7.842	-6.483	-0.173	0.018	-0.02
Si	9.261	0.787	24.741	0.104	-0.062	-0.134
Si	2.415	-2.913	-1.891	0.082	0.026	0.073
Si	6.23	0.72	-4.764	-0.092	0.054	-0.034
Si	9.22	3.475	26.196	0.006	0.048	-0.079
Si	6.891	3.504	-5.559	0.133	0.078	-0.009
Si	9.653	8.046	-6.654	0.037	0.014	0.033
Si	13.657	-5.124	23.753	-0.065	-0.056	-0.132
Si	9.775	-5.69	-5.339	0.003	-0.065	0.102
Si	10.814	0.209	-2.287	-0.005	0.002	0.124
Si	16.142	-7.936	25.835	0.114	0.023	0.08
Si	12.076	6.4	-6.897	-0.019	-0.055	-0.041
Si	15.787	7.915	-4.292	-0.008	-0.042	0.098
Si	10.886	-1.203	26.338	0.019	0.022	-0.116
Si	17.546	5.579	-3.274	-0.104	0.02	0.133
Si	17.706	4.004	24.019	0.06	0.027	-0.036
Si	17.265	-5.976	-3.1	0.025	0.056	0.108
Si	22.115	4.249	-3.03	0.026	-0.063	0.114
Si	21.202	1.341	-3.149	0.038	0.085	0.152
Si	18.557	-0.616	26.472	-0.111	-0.096	-0.096
Si	18.726	0.062	23.446	0.08	-0.002	-0.086
Si	13.468	7.514	-2.44	-0.078	0.052	-0.011
Si	22.435	-6.713	24.316	-0.001	-0.029	-0.19
Si	19.558	-3.978	-3.148	-0.059	-0.003	0.069
Si	20.304	-4.596	24.244	-0.047	0.023	-0.14
Si	23.351	4.15	24.369	0.034	0.079	-0.101
Si	-30.527	5.707	-6.745	-0.082	0.091	-0.039
Si	-26.589	6.082	-4.432	0.024	-0.085	-0.081
Si	32.023	6.757	26.405	-0.028	-0.037	-0.041
Si	26.763	-4.305	-5.432	-0.026	0.04	0.014
Si	-29.538	-3.9	-2.877	-0.009	0	0.127
Si	27.126	-2.42	23.329	-0.139	-0.096	-0.108
Si	-32.039	-5.285	-2.008	0.084	-0.08	0.165
Si	27.71	2.845	-6.716	0.059	-0.01	-0.04
Si	-30.866	7.88	-4.834	-0.017	-0.024	-0.126
Si	-32.057	-4.899	26.064	-0.044	-0.078	0.019
Si	-25.689	-1.149	24.659	-0.119	0.028	-0.214
Si	-29.919	2.411	-2.264	-0.097	-0.025	0.079
Si	-25.391	-4.107	25.554	0.025	0.039	0.069
Si	-26.095	-5.966	-2.744	0.061	0.1	0.047
Si	31.479	-8.015	23.713	0.017	0	-0.2
Si	-28.137	-7.492	-4.227	-0.006	0.015	0.043
Si	-24.439	-5.986	-5.398	0.007	0.064	-0.029
Si	-25.456	-2.878	-2.666	0.071	-0.005	0.202
Si	-22.486	-2.953	-2.767	0.081	0.008	0.147
Si	-13.114	0.634	-2.527	0.045	0.046	0.065
Si	-19.41	6.972	24.73	0.002	-0.006	-0.161
Si	-27.347	-6.191	24.365	0.045	0.145	-0.174
Si	-11.513	4.405	-6.645	0.048	-0.048	-0.018
Si	-17.402	-6.17	-1.56	-0.15	-0.045	0.247
Si	-14.044	-1.472	26.458	0.029	0.215	-0.097
Si	-18.599	1.086	-2.519	-0.017	-0.047	0.215
Si	-13.865	6.472	-7.117	0.011	-0.043	-0.155
Si	-12.225	-7.32	-7.02	-0.001	-0.011	-0.035
Si	-7.577	8.061	-4.884	0.037	-0.048	0.118
Si	-13.105	-7.189	-3.94	0.014	-0.022	0.042
Si	-18.433	-0.006	-6.826	-0.039	0.002	0.057
Si	-6.776	0.396	-5.148	0.107	0.076	0.055
Si	-5.058	7.311	23.86	0.04	-0.018	-0.031
Si	-10.141	4.324	-2.962	0.046	0.036	0.191
Si	-9.892	-3.132	-4.807	0.023	0.038	-0.017
Si	-9.773	-3.989	26.426	-0.015	-0.047	0.002
Si	-5.977	-2.753	-2.072	0.088	-0.09	0.121
Si	-4.029	-0.04	24.696	-0.016	-0.096	-0.085
Si	-4.148	3.598	-2.955	0.044	0.038	0.047
Si	-6.729	2.967	-6.384	0.064	-0.037	0.006
Si	-2.882	-8.07	-2.057	0.041	-0.053	0.125
Si	-2.465	1.306	-2.715	0.019	0.007	-0.012
Si	-4.377	-4.423	26.408	0.092	-0.03	0.068
Si	2.225	-1.184	-4.306	-0.042	0.065	0.047
Si	2.179	3.898	-2.731	-0.007	-0.12	0.147
Si	2.303	5.664	23.804	-0.002	-0.063	-0.101
Si	0.705	3.192	-5.101	0.03	-0.051	-0.101
Si	4.662	-7.69	26.349	-0.118	0.024	-0.029
Si	-1.521	-5.348	-2.702	-0.092	0.102	0.11
Si	3.753	1.282	-2.971	0.007	-0.067	0.083
Si	4.133	-0.543	-6.411	-0.022	-0.014	-0.097
Si	6.47	5.036	-3.096	-0.084	0.036	0.257
Si	7.59	-6.394	-7.139	0.125	0.068	0.108
Si	8.628	7.032	-4.096	-0.048	0.029	-0.062
Si	17.5	-1.693	-3.149	0.048	-0.043	0.009
Si	15.507	5.977	24.141	0.052	-0.121	-0.121
Si	12.453	3.478	-7.095	0.002	-0.01	0.078
Si	8.081	-7.718	-1.883	-0.048	-0.056	0.053
Si	9.993	-5.312	-2.169	0.08	0.053	-0.043
Si	16.427	-2.213	-6.977	0.107	0.055	-0.038
Si	24.7	-7.993	-2.195	0	0.009	0.023
Si	15.19	-3.756	-3.231	-0.02	0.008	0.089
Si	13.088	2.419	-2.272	-0.048	0.01	0.217
Si	20.3	6.492	-2.909	-0.006	-0.024	0.005
Si	18.216	-6.723	24.163	0.042	-0.013	-0.11
Si	21.45	-4.078	-5.476	-0.055	0	0.035
Si	20.318	-6.326	-6.94	-0.063	-0.006	-0.035
Si	20.79	7.275	-5.778	0.084	-0.098	-0.004
Si	30.442	3.473	-5.132	-0.12	-0.045	-0.008
Si	28.629	-0.965	-3.035	-0.038	-0.011	0.031
Si	26.507	3.75	-4.139	-0.072	-0.046	-0.067
Si	24.17	-3.214	-4.773	0.133	-0.046	0.091
Si	25.85	5.716	24.431	0.005	0.116	-0.111
Si	26.254	0.869	-2.846	0.051	-0.068	0.049
Si	-27.453	7.259	24.543	-0.099	-0.124	-0.142
Si	29.127	5.025	-3.019	0.125	-0.086	0.202
Si	-27.823	4.571	-6.654	0.038	0.001	-0.021
Si	25.543	-5.066	-2.959	-0.005	-0.047	0.112
Si	31.14	0.99	-3.201	0.049	0.149	0.116
Si	-24.601	3.097	-1.933	-0.071	-0.029	0.028
Si	29.998	7.837	-2.196	0.062	-0.016	0.165
Si	-25.123	1.72	-4.367	-0.073	-0.071	0.027
Si	-20.674	-4.192	-4.996	-0.051	0.102	0.024
Si	-30.448	-3.302	-7.058	-0.059	-0.009	-0.057
Si	-26.389	-1.101	-4.993	0.068	0.032	0.039
Si	-31.432	0.716	-4.344	-0.024	0.163	-0.059
Si	-21.271	-0.33	-1.889	0.017	0.109	0.024
Si	-18.863	5.514	-1.991	0.038	0.039	0.205
Si	-19.501	2.23	-4.975	0.053	-0.03	-0.132
Si	-28.666	-5.077	-5.566	0.038	0.038	-0.075
Si	-21.47	-6.986	-5.294	-0.084	-0.065	-0.019
Si	-23.749	5.473	-3.713	-0.004	0.042	0.081
Si	-17.339	3.96	-6.436	-0.057	-0.11	0.04
Si	-22.366	2.297	-5.878	-0.072	-0.024	0.005
Si	-16.309	-5.333	-6.924	-0.004	-0.066	-0.027
Si	-16.203	-7.149	-4.24	-0.038	0.124	0.035
Si	-29.33	-1.471	-4.706	0.027	-0.115	-0.067
Si	-21.048	6.601	-3.987	-0.056	-0.135	0.004
Si	-15.878	1.167	-3.525	0.039	0.093	0.074
Si	-16.022	6.313	-4.959	0.015	-0.103	0.05
Si	-12.682	-4.296	-4.311	0.061	0.091	0.147
Si	-21.362	-2.584	23.828	-0.081	-0.003	-0.178
Si	-8.732	-1.857	-2.452	0.005	0.107	0.099
Si	-13.261	-2.332	-2.003	-0.105	0.018	0.244
Si	-8.712	5.124	-5.437	-0.037	-0.104	0.056
Si	-4.477	4.765	-5.656	-0.018	-0.129	-0.013
Si	-11.426	6.827	-2.454	-0.069	0.063	-0.032
Si	-11.394	2.097	-4.516	-0.015	0.069	0.005
Si	-4.172	-4.594	-4.001	-0.06	-0.012	0.112
Si	-0.384	0.358	-4.744	0.017	-0.006	-0.037
Si	-5.402	1.012	-2.536	-0.013	0.101	0.106
Si	-4.493	-7.666	-4.455	0.075	0.1	0.044
Si	-1.421	4.856	-6.566	0.005	0.059	0.022
Si	-4.931	-4.619	-6.935	-0.019	0.023	0.019
Si	1.24	-5.629	-2.494	0.062	-0.118	-0.059
Si	1.234	-1.357	5.509	-0.013	-0.003	0.004
Si	3.988	1.384	5.478	-0.019	-0.013	0.014
Si	1.289	4.069	5.463	0.003	0.002	0.014
Si	3.991	6.771	5.408	0.008	0.001	0.005
Si	1.278	9.485	5.529	0.009	0.004	0.018
Si	3.978	12.238	5.523	0	0.005	0.019
Si	6.712	-1.332	5.445	-0.007	-0.002	0.019
Si	9.436	1.387	5.381	-0.009	-0.009	0.018
Si	6.691	4.117	5.413	-0.012	0.012	0.009
Si	9.421	6.857	5.325	-0.014	-0.003	0.004
Si	6.722	9.493	5.408	0.006	-0.019	0.006
Si	9.452	-4.071	5.356	0.002	-0.004	0.011
Si	12.177	-1.347	5.276	0.008	-0.015	0
Si	14.894	1.389	5.207	0	-0.02	-0.001
Si	12.161	4.14	5.249	0.013	0.008	-0.003
Si	14.89	6.843	5.186	0.018	-0.016	0.011
Si	12.135	-6.755	5.256	-0.008	-0.003	0.003
Si	14.857	-4.031	5.206	-0.005	0.009	0.01
Si	17.625	-1.3	5.161	-0.009	0.001	0.007
Si	20.364	1.39	5.146	0.002	-0.003	0.008
Si	17.623	4.125	5.151	-0.006	0.001	0.012
Si	20.378	6.815	5.181	-0.002	-0.009	0.009
Si	17.594	-6.754	5.18	-0.013	-0.002	0.014
Si	20.365	-4.022	5.176	0.004	0.006	0.011
Si	23.124	-1.347	5.157	-0.007	0.005	0.005
Si	25.915	1.352	5.166	0.009	-0.012	0
Si	23.125	4.102	5.177	0.011	0.014	0.008
Si	25.889	6.787	5.245	0.008	-0.007	0.004
Si	23.114	-6.793	5.218	-0.005	0.006	0.006
Si	25.864	-4.078	5.249	-0.005	-0.002	0.012
Si	28.604	-1.345	5.279	-0.009	0.004	-0.002
Si	31.353	1.363	5.333	0.011	0.026	0.008
Si	28.641	4.031	5.243	0.015	0	0.011
Si	31.389	6.747	5.349	0.008	-0.01	0.005
Si	28.647	-6.819	5.274	0.007	0.002	0.003
Si	31.361	-4.104	5.323	-0.01	-0.007	0.013
Si	34.089	-1.382	5.368	-0.009	-0.007	0.007
Si	-28.439	1.333	5.407	0.003	-0.017	0.012
Si	34.074	4.091	5.407	-0.011	0.003	0.02
Si	-28.458	6.805	5.412	0.007	0	0.009
Si	34.145	-6.839	5.38	0.013	-0.007	-0.003
Si	-28.413	-4.108	5.43	-0.009	0.002	0.003
Si	-25.737	-1.366	5.424	-0.003	0	-0.013
Si	-23.069	1.339	5.47	-0.01	-0.011	-0.009
Si	-25.763	4.048	5.431	0.002	0.017	0.005
Si	-23.067	6.779	5.541	0.025	0.018	0.003
Si	-25.702	-6.786	5.428	0.017	0.007	0.012
Si	-23.091	-4.057	5.502	-0.022	0.023	0.001
Si	-20.367	-1.318	5.56	-0.011	0.025	-0.013
Si	-17.625	1.322	5.609	0.004	-0.007	0.013
Si	-20.383	4.081	5.533	-0.004	0.029	-0.008
Si	-17.628	6.75	5.647	0.019	-0.004	0.001
Si	-20.344	-6.833	5.719	0.005	0.006	0.027
Si	-17.581	12.22	5.693	0	-0.012	0.015
Si	-14.905	-1.378	5.649	0.002	-0.007	-0.002
Si	-12.21	1.349	5.589	-0.003	-0.009	-0.004
Si	-14.92	4.017	5.586	-0.014	-0.023	0.017
Si	-12.226	6.767	5.568	-0.003	-0.007	-0.009
Si	-14.894	9.492	5.636	0.001	-0.008	0.009
Si	-12.224	12.207	5.623	-0.007	-0.003	0.007
Si	-9.533	-1.362	5.614	-0.008	0.014	0.007
Si	-6.809	1.338	5.558	-0.01	-0.013	0.004
Si	-9.521	4.073	5.546	-0.004	0.013	0
Si	-6.838	6.746	5.555	0.019	0.011	0
Si	-9.564	9.46	5.604	-0.002	0	0.001
Si	-6.811	12.208	5.646	0	0	0.007
Si	-4.113	-1.351	5.571	-0.006	0.001	0.004
Si	-1.415	1.334	5.482	-0.001	-0.009	0.004
Si	-4.129	4.017	5.538	0.004	-0.009	0.006
Si	-1.411	6.745	5.536	0.017	0.005	0.001
Si	-4.123	-6.864	5.613	-0.004	0.003	0.019
Si	-1.391	-4.108	5.562	-0.001	-0.009	0.011
Si	2.635	0.005	6.839	0.002	0.008	0
Si	5.368	2.743	6.809	0.009	-0.001	-0.007
Si	2.654	5.43	6.821	-0.012	0.015	-0.013
Si	5.372	8.125	6.775	0.01	0	0
Si	2.653	10.849	6.876	0.011	-0.002	-0.003
Si	5.363	-2.699	6.823	-0.003	0.004	-0.002
Si	8.096	0.025	6.768	0.006	0.001	-0.001
Si	10.827	2.775	6.664	-0.003	0.002	-0.003
Si	8.079	5.49	6.723	-0.004	0.013	0.004
Si	10.809	-8.118	6.665	0.008	0.001	-0.004
Si	8.091	-5.433	6.732	-0.002	0.004	-0.009
Si	10.827	-2.696	6.678	0.004	0.001	-0.001
Si	13.558	0.023	6.603	0.012	-0.004	-0.001
Si	16.273	2.758	6.541	0.006	0.011	0
Si	13.544	5.487	6.59	0.004	0.015	0.001
Si	16.249	-8.12	6.554	-0.002	-0.001	0.002
Si	13.523	-5.4	6.599	0.007	-0.006	-0.001
Si	16.256	-2.667	6.537	-0.006	0.008	-0.003
Si	18.996	0.045	6.527	-0.001	0.01	0
Si	21.748	2.731	6.515	0	-0.012	0
Si	18.997	5.46	6.528	-0.003	0.004	0.007
Si	21.734	-8.149	6.553	0.005	0.001	0.008
Si	18.995	-5.404	6.523	0.008	-0.007	-0.006
Si	21.745	-2.682	6.534	0	-0.001	0.004
Si	24.504	0.01	6.513	0.001	-0.009	0.005
Si	27.246	2.695	6.582	0.008	-0.003	-0.002
Si	24.487	5.441	6.566	0.001	-0.003	0.003
Si	27.249	-8.168	6.604	-0.004	-0.001	0.003
Si	24.484	-5.438	6.578	0.001	0.001	0.005
Si	27.22	-2.708	6.605	-0.008	0.008	0.008
Si	29.972	-0.003	6.653	-0.001	-0.015	-0.002
Si	32.695	2.72	6.716	-0.006	0.005	0.006
Si	29.971	5.403	6.645	-0.01	0.001	0.001
Si	32.749	-8.198	6.704	0.002	-0.017	-0.006
Si	29.975	-5.45	6.656	-0.013	0.009	0
Si	32.708	-2.738	6.698	-0.007	0.008	0.001
Si	-29.834	-0.022	6.735	-0.003	-0.01	0
Si	-27.127	2.706	6.794	0.004	-0.004	-0.01
Si	-29.85	5.463	6.757	-0.023	0.008	-0.005
Si	-27.098	-8.15	6.768	0.011	-0.021	-0.01
Si	-29.809	-5.462	6.756	0.017	-0.003	0
Si	-27.117	-2.705	6.792	-0.011	0.001	-0.003
Si	-24.41	-0.021	6.832	0.008	-0.014	0.003
Si	-21.736	2.707	6.869	-0.009	-0.005	-0.006
Si	-24.45	5.416	6.844	-0.006	0.006	-0.003
Si	-21.731	-8.221	6.968	0.012	-0.002	0.002
Si	-24.428	-5.425	6.859	0.011	-0.014	-0.006
Si	-21.73	-2.707	6.88	-0.001	0.005	0.006
Si	-19.012	-0.001	6.957	0.013	-0.009	-0.004
Si	-16.276	2.681	6.965	0.008	-0.019	-0.003
Si	-19.034	5.406	6.949	-0.017	0.007	-0.005
Si	-16.267	8.129	6.978	-0.003	-0.007	0.004
Si	-18.976	10.871	7.016	-0.01	0	0.002
Si	-16.257	-2.718	7.026	0	0.002	0
Si	-13.541	-0.018	6.977	-0.006	-0.012	0.002
Si	-10.855	2.711	6.937	0.005	-0.001	-0.003
Si	-13.577	5.405	6.936	-0.005	0.008	-0.006
Si	-10.885	8.102	6.975	0.001	0.01	-0.007
Si	-13.556	10.85	7.002	0.012	0.003	-0.006
Si	-10.864	-2.751	6.973	-0.009	0.004	-0.004
Si	-8.152	-0.014	6.949	-0.005	0.004	-0.001
Si	-5.458	2.679	6.938	0.005	0.003	-0.005
Si	-8.166	5.397	6.943	-0.001	-0.004	-0.006
Si	-5.477	8.087	6.949	-0.002	0	0.001
Si	-8.183	10.823	6.962	0.002	0.003	-0.004
Si	-5.438	-2.733	6.958	-0.005	-0.001	0.005
Si	-2.736	-0.008	6.914	0.008	-0.007	-0.009
Si	-0.05	2.697	6.847	0.003	-0.008	-0.001
Si	-2.76	5.379	6.9	-0.006	-0.005	-0.003
Si	-0.062	8.12	6.896	-0.002	0.01	0.003
Si	-2.75	-5.472	6.929	0.003	0.011	-0.002
Si	-0.048	-2.739	6.919	0.004	0	-0.006
Si	1.302	1.35	8.233	-0.006	-0.009	-0.002
Si	4.016	4.081	8.192	0.002	-0.002	-0.003
Si	1.324	6.772	8.233	0.009	0.003	0.003
Si	4.042	9.484	8.185	-0.014	0.007	-0.002
Si	1.325	-4.102	8.257	0.009	0.004	-0.004
Si	4.013	-1.351	8.196	0.004	-0.009	0.004
Si	6.743	1.375	8.143	-0.001	-0.007	0.004
Si	9.462	4.11	8.05	0.001	-0.001	-0.005
Si	6.74	6.799	8.144	-0.007	-0.008	0.003
Si	9.465	-6.786	8.075	-0.001	-0.006	-0.003
Si	6.744	-4.084	8.132	0.001	-0.005	0.002
Si	9.471	-1.357	8.078	-0.011	-0.009	0
Si	12.195	1.381	7.985	-0.002	-0.008	-0.008
Si	14.912	4.106	7.928	0.002	0.002	-0.009
Si	12.188	6.824	7.99	-0.006	-0.007	0.006
Si	14.894	-6.776	7.938	-0.008	-0.009	-0.002
Si	12.193	-4.059	8.015	0.01	0.004	-0.001
Si	14.922	-1.332	7.954	0.011	0.001	0.007
Si	17.636	1.394	7.902	-0.006	-0.016	-0.004
Si	20.372	4.091	7.876	-0.002	0.004	-0.011
Si	17.632	6.827	7.89	0.001	0.007	-0.003
Si	20.358	-6.773	7.886	-0.003	-0.012	0
Si	17.63	-4.044	7.887	-0.006	-0.013	-0.015
Si	20.372	-1.32	7.882	0.01	0.01	-0.006
Si	23.125	1.372	7.868	0.007	0.011	-0.002
Si	25.859	4.074	7.914	-0.007	-0.002	-0.002
Si	23.115	6.815	7.905	0.007	0.009	-0.003
Si	25.865	-6.79	7.93	0.009	0.016	-0.001
Si	23.1	-4.059	7.898	-0.009	-0.013	-0.005
Si	25.836	-1.342	7.92	0.004	-0.006	-0.004
Si	28.593	1.362	7.979	-0.006	0.003	0.001
Si	31.325	4.083	8.045	0.005	-0.005	0
Si	28.599	6.789	7.969	-0.007	-0.021	-0.002
Si	31.347	-6.81	8.008	-0.005	0.006	-0.011
Si	28.593	-4.066	7.967	0.013	-0.002	-0.003
Si	31.331	-1.361	8.02	-0.003	0.001	0.005
Si	-31.216	1.356	8.062	-0.006	0.012	-0.006
Si	-28.502	4.088	8.117	0.007	0.006	-0.006
Si	-31.208	6.804	8.115	0.008	-0.005	0.016
Si	-28.472	-6.806	8.136	-0.016	0.001	-0.004
Si	-31.205	-4.084	8.068	0.01	0.011	-0.003
Si	-28.502	-1.359	8.132	0.004	0.007	0.004
Si	-25.785	1.351	8.172	-0.012	-0.002	-0.003
Si	-23.093	4.073	8.223	0.012	0.008	-0.01
Si	-25.794	6.808	8.176	-0.001	-0.005	0.005
Si	-23.096	-6.796	8.243	0.007	0	-0.007
Si	-25.796	-4.063	8.191	0.008	0.006	-0.008
Si	-23.08	-1.353	8.238	0.011	0.005	-0.004
Si	-20.381	1.378	8.273	0.011	-0.002	-0.008
Si	-17.657	4.051	8.295	0.012	0.008	-0.012
Si	-20.372	6.761	8.32	-0.01	0.004	0.008
Si	-17.629	9.486	8.341	-0.014	0.009	-0.007
Si	-20.381	-4.061	8.279	0.013	0.003	-0.007
Si	-17.663	-1.363	8.327	-0.021	-0.013	-0.002
Si	-14.926	1.323	8.327	-0.005	-0.004	-0.01
Si	-12.219	4.054	8.305	0.009	0.001	-0.016
Si	-14.918	6.762	8.32	0.003	0.017	0.002
Si	-12.212	9.474	8.346	-0.016	0.001	0.006
Si	-14.909	-4.103	8.357	-0.009	0.006	-0.002
Si	-12.206	-1.392	8.341	0.013	0.007	-0.001
Si	-9.503	1.346	8.31	0.011	-0.005	-0.006
Si	-6.804	4.038	8.306	0.002	-0.009	-0.001
Si	-9.506	6.753	8.322	0.001	0	-0.003
Si	-6.809	9.464	8.316	0.004	0.001	-0.003
Si	-9.514	-4.127	8.331	-0.011	-0.007	-0.006
Si	-6.802	-1.386	8.315	-0.005	-0.005	-0.006
Si	-4.085	1.333	8.298	-0.004	-0.003	-0.003
Si	-1.385	4.038	8.259	-0.001	0.004	-0.005
Si	-4.1	6.732	8.294	-0.01	-0.001	0.001
Si	-1.391	-6.839	8.28	-0.001	-0.006	-0.003
Si	-4.084	-4.108	8.307	0.011	0.01	0.002
Si	-1.395	-1.381	8.284	-0.006	-0.013	0.003
Si	-0.025	-0.016	9.63	0.003	-0.007	-0.005
Si	2.68	2.712	9.577	-0.007	-0.001	-0.004
Si	-0.017	5.405	9.613	0.005	0.007	-0.005
Si	2.697	8.137	9.579	0.012	-0.002	-0.004
Si	-0.016	-5.474	9.627	0	0.008	-0.006
Si	2.694	-2.728	9.592	0.008	-0.002	0.001
Si	5.4	0.008	9.528	-0.011	0.013	-0.002
Si	8.129	2.746	9.456	-0.004	0.006	-0.004
Si	5.398	5.439	9.531	0.006	0.008	0.001
Si	8.12	-8.147	9.465	-0.007	0.005	-0.001
Si	5.407	-5.452	9.522	0.004	-0.009	-0.005
Si	8.12	-2.715	9.466	0.007	-0.002	0.002
Si	10.849	0.026	9.389	0.003	0.004	-0.003
Si	13.565	2.746	9.325	0.011	0.002	-0.003
Si	10.841	5.466	9.388	-0.006	0.006	-0.006
Si	13.556	-8.133	9.333	0.003	0.01	0.002
Si	10.841	-5.416	9.403	0.006	0.009	-0.005
Si	13.569	-2.689	9.34	0.007	-0.006	0
Si	16.29	0.035	9.29	0.003	0.002	0.002
Si	19.013	2.742	9.253	-0.004	-0.005	-0.001
Si	16.282	5.467	9.274	0.005	0.001	-0.002
Si	18.998	-8.136	9.245	-0.004	-0.003	-0.001
Si	16.278	-5.409	9.268	-0.005	0.002	-0.005
Si	19.007	-2.688	9.242	0.001	0.005	-0.005
Si	21.75	0.026	9.236	0.001	-0.003	0.006
Si	24.477	2.722	9.252	0.006	-0.01	0.008
Si	21.736	5.45	9.24	0.005	-0.002	0.001
Si	24.48	-8.146	9.265	0.001	-0.007	0.003
Si	21.731	-5.419	9.244	-0.004	0.001	-0.002
Si	24.467	-2.704	9.26	-0.001	0.008	-0.003
Si	27.204	0.002	9.294	-0.003	-0.003	0.003
Si	29.944	2.718	9.359	-0.001	0.008	-0.001
Si	27.211	5.437	9.294	0.008	0.007	0.004
Si	29.957	-8.164	9.338	0	-0.01	-0.003
Si	27.216	-5.427	9.299	-0.008	0.004	0
Si	29.949	-2.719	9.346	-0.015	0.001	0.001
Si	-32.597	0	9.396	-0.002	-0.012	-0.003
Si	-29.882	2.725	9.445	-0.014	-0.01	-0.008
Si	-32.603	5.441	9.419	-0.01	0.006	0.002
Si	-29.86	-8.148	9.474	0.006	-0.012	0.004
Si	-32.595	-5.442	9.394	0.006	-0.013	-0.006
Si	-29.876	-2.722	9.463	0.002	0.001	0.008
Si	-27.167	0.005	9.513	-0.014	-0.008	0
Si	-24.46	2.718	9.563	0.008	0	-0.005
Si	-27.171	5.453	9.508	-0.006	0.014	0.002
Si	-24.462	-8.159	9.576	-0.006	0.007	-0.005
Si	-27.158	-5.432	9.528	-0.008	0.006	-0.004
Si	-24.454	-2.713	9.572	0.003	-0.007	0.001
Si	-21.742	0.009	9.613	-0.003	-0.014	0.006
Si	-19.028	2.717	9.656	-0.005	0.004	-0.004
Si	-21.759	5.416	9.637	0.016	-0.007	0.005
Si	-19.018	8.135	9.665	-0.002	-0.015	0.006
Si	-21.745	-5.439	9.61	0.004	-0.003	-0.004
Si	-19.029	-2.723	9.66	-0.005	0.015	0.007
Si	-16.3	-0.015	9.687	-0.002	-0.001	-0.006
Si	-13.573	2.694	9.669	-0.008	-0.008	-0.004
Si	-16.304	5.412	9.656	-0.011	-0.002	0.001
Si	-13.574	8.118	9.692	0.007	-0.001	0.006
Si	-16.283	-5.464	9.694	0.006	-0.001	-0.001
Si	-13.56	-2.748	9.713	0.003	-0.007	0
Si	-10.845	-0.027	9.679	0	-0.009	0
Si	-8.143	2.681	9.684	-0.005	0.007	0.001
Si	-10.861	5.395	9.679	0.003	0.001	0.001
Si	-8.147	8.102	9.693	0.002	0.002	-0.002
Si	-10.853	-5.492	9.706	0.001	0.001	0.001
Si	-8.143	-2.766	9.676	0.004	0.002	0.001
Si	-5.431	-0.035	9.669	0.008	-0.004	-0.002
Si	-2.726	2.69	9.661	0.003	-0.007	-0.001
Si	-5.441	5.382	9.68	0.001	-0.009	-0.003
Si	-2.731	8.105	9.644	-0.001	0.017	-0.008
Si	-5.433	-5.491	9.661	-0.003	0.008	-0.005
Si	-2.723	-2.751	9.665	0.001	0.006	0.001
Si	1.346	-1.378	10.979	-0.008	0	0.006
Si	4.055	1.35	10.921	0.013	-0.008	0.003
Si	1.345	4.055	10.98	0.002	-0.005	0.005
Si	4.065	6.786	10.933	-0.01	0	0.004
Si	1.358	9.488	10.976	0.005	0.005	-0.003
Si	4.069	-4.099	10.924	0	0.002	0.004
Si	6.773	-1.366	10.863	-0.005	-0.01	-0.001
Si	9.498	1.368	10.785	0.001	-0.007	-0.003
Si	6.779	4.076	10.859	-0.009	-0.006	0.005
Si	9.494	-9.519	10.792	-0.003	-0.001	0.004
Si	6.779	-6.809	10.869	0.007	0.005	0.003
Si	9.491	-4.077	10.804	-0.006	-0.004	0.003
Si	12.213	-1.345	10.729	0.011	-0.008	0.002
Si	14.929	1.379	10.673	0.007	-0.011	0.004
Si	12.207	4.085	10.721	-0.013	-0.006	-0.004
Si	14.93	-9.506	10.664	-0.004	-0.005	-0.001
Si	12.211	-6.789	10.731	-0.002	-0.011	0.003
Si	14.937	-4.064	10.668	0.004	0	0.003
Si	17.658	-1.337	10.628	-0.009	0.009	0.002
Si	20.385	1.379	10.6	0.003	0.008	0.002
Si	17.647	4.095	10.618	0.003	0.01	-0.002
Si	20.366	-9.504	10.589	-0.011	0.011	-0.005
Si	17.642	-6.78	10.615	0.004	-0.007	-0.004
Si	20.373	-4.052	10.598	0.002	-0.014	0
Si	23.103	-1.337	10.604	-0.002	-0.009	0.003
Si	25.835	1.37	10.626	0.008	0.001	0.006
Si	23.104	4.089	10.595	0.001	0.004	0.001
Si	25.843	-9.503	10.627	0.002	-0.005	0
Si	23.103	-6.776	10.599	0.005	0.006	0.002
Si	25.837	-4.054	10.623	0.005	-0.002	0.002
Si	28.568	-1.347	10.663	0.002	-0.001	-0.002
Si	31.306	1.37	10.727	-0.003	0.004	0.001
Si	28.572	4.097	10.675	-0.005	-0.012	-0.001
Si	31.305	-9.499	10.733	0.005	-0.007	0.007
Si	28.578	-6.786	10.663	0.005	0.01	-0.005
Si	31.307	-4.068	10.721	-0.006	0.012	-0.004
Si	-31.251	-1.345	10.786	-0.006	0.005	0.003
Si	-28.54	1.383	10.838	0.013	0.011	-0.002
Si	-31.249	4.09	10.788	0.001	0.008	0.005
Si	-28.528	-9.5	10.858	-0.008	-0.004	0.006
Si	-31.246	-6.777	10.789	0.011	0.002	0.002
Si	-28.534	-4.066	10.858	-0.006	-0.007	0.01
Si	-25.829	-1.345	10.901	-0.001	0.007	-0.003
Si	-23.114	1.375	10.949	0.011	0.005	-0.003
Si	-25.823	4.107	10.891	-0.009	-0.004	-0.007
Si	-23.117	-9.508	10.962	0.009	0.003	0.001
Si	-25.821	-6.787	10.917	0.01	-0.012	-0.001
Si	-23.117	-4.076	10.948	-0.002	0.012	-0.004
Si	-20.397	-1.352	10.987	0.012	0.003	-0.001
Si	-17.672	1.359	11.018	0.002	-0.006	-0.002
Si	-20.395	4.08	11.008	-0.003	0.006	0.004
Si	-17.664	6.772	11.016	0.009	0.012	-0.001
Si	-20.398	9.516	10.977	0.005	0.014	-0.003
Si	-17.67	-4.093	11.013	-0.02	-0.003	-0.006
Si	-14.947	-1.388	11.043	-0.01	-0.004	-0.004
Si	-12.219	1.328	11.026	0.012	-0.006	-0.01
Si	-14.946	4.052	11.014	0.007	0	-0.008
Si	-12.212	6.757	11.041	-0.009	0.011	-0.005
Si	-14.934	9.483	11.043	-0.009	0.005	-0.006
Si	-12.212	-4.131	11.062	0.002	0.003	0.003
Si	-9.494	-1.402	11.036	-0.001	-0.002	-0.004
Si	-6.779	1.319	11.042	0	-0.01	-0.002
Si	-9.504	4.035	11.041	-0.003	-0.003	0
Si	-6.789	6.736	11.055	0.002	0.007	0.006
Si	-9.495	9.458	11.064	0.001	0.006	0.006
Si	-6.783	-4.135	11.03	0.002	0.003	-0.001
Si	-4.075	-1.396	11.032	-0.009	-0.013	-0.001
Si	-1.367	1.331	11.025	-0.006	-0.002	0.007
Si	-4.076	4.034	11.05	-0.005	0.009	0.009
Si	-1.357	6.756	11.005	-0.003	-0.008	-0.001
Si	-4.069	9.463	11.02	0.004	-0.007	-0.001
Si	-1.355	-4.12	11.008	0.002	-0.003	-0.002
Si	2.723	-0.011	12.32	0.003	0.007	0.001
Si	5.438	2.716	12.25	-0.002	0.001	-0.001
Si	2.722	5.426	12.319	0.009	0.005	-0.003
Si	5.447	8.148	12.271	-0.003	0.003	-0.002
Si	2.732	10.857	12.319	-0.001	0.007	0
Si	5.438	-2.728	12.266	0.007	-0.002	0.002
Si	8.158	0.009	12.183	0.002	0.017	-0.002
Si	10.864	2.731	12.128	0	-0.001	0.002
Si	8.153	5.443	12.193	-0.001	0	-0.004
Si	10.866	-8.148	12.12	-0.001	0.013	0
Si	8.15	-5.438	12.199	-0.002	-0.008	0.001
Si	10.867	-2.701	12.126	-0.003	0.004	0.001
Si	13.579	0.024	12.065	-0.003	0.006	0.003
Si	16.303	2.74	12.009	-0.001	0.008	0.003
Si	13.58	5.455	12.049	0.007	0.005	-0.006
Si	16.304	-8.143	12.003	0.004	0.015	0.003
Si	13.591	-5.421	12.056	0.008	0.009	-0.002
Si	16.299	-2.691	12.006	0.007	-0.011	-0.002
Si	19.035	0.017	11.971	0.011	-0.007	0
Si	21.744	2.735	11.962	-0.003	-0.004	0.007
Si	19.015	5.454	11.96	-0.006	-0.006	-0.005
Si	21.729	-8.14	11.936	-0.004	-0.022	0.004
Si	19.01	-5.413	11.954	-0.009	-0.005	-0.005
Si	21.746	-2.701	11.957	-0.002	0.006	0.002
Si	24.464	0.015	11.971	0.001	-0.004	0.008
Si	27.2	2.721	11.99	-0.001	0.009	0.004
Si	24.469	5.448	11.951	0.002	0.009	0.006
Si	27.195	-8.137	12	0.011	-0.002	0.001
Si	24.466	-5.414	11.959	0	0	0.001
Si	27.191	-2.698	11.997	0.009	0.001	-0.003
Si	29.924	0	12.041	-0.022	-0.017	-0.003
Si	32.649	2.732	12.111	-0.007	-0.014	0.004
Si	29.924	5.458	12.051	-0.003	0.005	-0.003
Si	32.656	-8.142	12.113	-0.004	0.003	0.004
Si	29.924	-5.429	12.045	-0.002	-0.009	0.001
Si	32.648	-2.708	12.111	0.002	-0.004	0.006
Si	-29.911	0.018	12.172	-0.007	-0.002	0.002
Si	-27.209	2.757	12.218	0	0.003	-0.002
Si	-29.915	5.461	12.171	0.007	-0.001	0.001
Si	-27.197	-8.14	12.254	-0.005	0.004	-0.005
Si	-29.914	-5.423	12.187	-0.009	0.004	0.002
Si	-27.189	-2.709	12.244	0.002	0.012	-0.002
Si	-24.5	0.025	12.278	-0.005	-0.011	0.004
Si	-21.776	2.73	12.338	0.006	-0.011	0
Si	-24.501	5.465	12.299	-0.002	-0.008	-0.001
Si	-21.768	-8.145	12.337	0.005	0.002	0.001
Si	-24.476	-5.435	12.302	-0.005	0.002	0.002
Si	-21.775	-2.715	12.315	-0.001	-0.01	0.004
Si	-19.044	-0.002	12.353	-0.013	-0.006	0.001
Si	-16.32	2.722	12.38	0.002	0.003	0.006
Si	-19.047	5.448	12.377	0.004	-0.003	0.007
Si	-16.309	8.124	12.377	-0.006	0.001	0.003
Si	-19.045	10.865	12.342	-0.001	-0.007	0.004
Si	-16.313	-2.752	12.39	0.001	0.004	0.009
Si	-13.589	-0.016	12.385	0.013	0.005	-0.005
Si	-10.861	2.671	12.393	0.001	0.003	0
Si	-13.586	5.399	12.376	0.001	0.001	-0.006
Si	-10.853	8.089	12.422	-0.009	-0.012	0.002
Si	-13.574	10.82	12.415	-0.008	-0.004	0.006
Si	-10.846	-2.766	12.399	0.007	0	0.003
Si	-8.129	-0.055	12.397	0.01	-0.001	0.007
Si	-5.431	2.669	12.425	0.004	-0.008	0.005
Si	-8.15	5.373	12.423	-0.013	-0.017	-0.002
Si	-5.404	8.091	12.397	0.003	0.01	-0.002
Si	-8.118	10.814	12.407	0.011	0.007	0.007
Si	-5.416	-2.78	12.386	0.004	0.008	-0.002
Si	-2.722	-0.034	12.398	0.002	-0.012	0
Si	0.007	2.695	12.375	-0.002	0.005	-0.001
Si	-2.696	5.396	12.397	0.006	0.015	-0.007
Si	0.017	8.12	12.358	-0.001	0.002	-0.002
Si	-2.692	-5.501	12.374	0	0.015	-0.002
Si	0.007	-2.753	12.359	-0.001	-0.009	0
Si	1.389	1.341	13.72	-0.009	-0.003	0.013
Si	4.107	4.069	13.65	0	-0.012	0.001
Si	1.381	6.767	13.724	0.009	-0.01	0.007
Si	4.112	9.501	13.668	-0.003	-0.004	0.002
Si	1.383	-4.113	13.709	-0.006	0.007	0.006
Si	4.089	-1.381	13.665	0.002	-0.004	0.008
Si	6.814	1.351	13.583	-0.009	-0.005	0.002
Si	9.515	4.071	13.531	-0.013	0.003	0.001
Si	6.82	6.777	13.611	0.004	-0.001	0.005
Si	9.523	-6.812	13.525	-0.003	0.002	0.006
Si	6.815	-4.092	13.606	0.006	-0.002	0.001
Si	9.527	-1.353	13.529	0	-0.009	0.008
Si	12.226	1.358	13.469	0.005	-0.009	0.006
Si	14.94	4.084	13.389	-0.009	0.003	0.002
Si	12.236	-9.521	13.446	-0.008	0	0.003
Si	14.962	-6.789	13.389	0.003	-0.018	0.003
Si	12.24	-4.079	13.447	0.007	-0.013	0.001
Si	14.943	-1.351	13.396	0.008	-0.001	0.002
Si	17.679	1.37	13.341	0.002	-0.009	0.001
Si	20.378	4.096	13.312	-0.007	0.02	-0.002
Si	17.667	-9.521	13.341	0.013	-0.01	-0.005
Si	20.374	-6.775	13.296	-0.009	0.016	0.005
Si	17.672	-4.056	13.337	-0.004	0.001	0
Si	20.401	-1.344	13.324	0	-0.004	0.003
Si	23.102	1.374	13.323	-0.006	0.007	0.009
Si	25.828	4.087	13.311	0.019	-0.015	-0.001
Si	23.094	-9.503	13.278	0.001	0.001	0.004
Si	25.821	-6.758	13.331	-0.007	0.007	0.001
Si	23.116	-4.051	13.317	0.008	-0.015	0
Si	25.827	-1.331	13.34	0.007	0	0.01
Si	28.555	1.369	13.363	0.012	0	-0.002
Si	31.279	4.114	13.432	-0.007	0.011	0.007
Si	28.552	-9.486	13.371	0.001	0	0.003
Si	31.283	-6.765	13.43	0.002	0.003	0.005
Si	28.546	-4.051	13.362	-0.005	0.007	-0.001
Si	31.269	-1.339	13.434	-0.003	0.008	0.003
Si	33.997	1.393	13.501	-0.002	0.006	0.012
Si	-28.562	4.136	13.563	0.002	-0.002	-0.007
Si	33.999	-9.491	13.505	0.012	-0.009	0.006
Si	-28.578	-6.774	13.58	0.004	-0.003	0.003
Si	33.998	-4.042	13.507	-0.004	0	0.01
Si	-28.56	-1.326	13.562	0.011	-0.016	0.003
Si	-25.869	1.415	13.601	-0.016	0.02	-0.006
Si	-23.145	4.116	13.67	0.013	-0.004	0.004
Si	-25.861	-9.48	13.654	-0.004	0.001	0.005
Si	-23.129	-6.78	13.696	0.008	0.002	-0.004
Si	-25.853	-4.071	13.635	0.014	-0.004	0.002
Si	-23.155	-1.342	13.638	-0.002	0.012	-0.002
Si	-20.415	1.368	13.689	0.009	-0.007	-0.003
Si	-17.681	4.097	13.735	0.005	-0.001	0.003
Si	-20.41	-9.485	13.718	-0.007	0.014	0.002
Si	-17.694	9.493	13.696	-0.003	0.005	0
Si	-20.427	-4.093	13.67	0.005	0.014	-0.006
Si	-17.692	-1.369	13.711	-0.014	0.01	-0.001
Si	-14.958	1.357	13.729	-0.003	-0.001	-0.006
Si	-12.232	4.037	13.732	-0.009	-0.003	-0.008
Si	-14.947	6.759	13.726	0.004	0	-0.006
Si	-12.222	9.438	13.776	0.004	0.004	0.001
Si	-14.959	-4.138	13.744	0.002	-0.004	0.005
Si	-12.229	-1.394	13.724	-0.008	-0.003	-0.013
Si	-9.496	1.308	13.743	-0.005	-0.006	-0.006
Si	-6.803	4.011	13.799	-0.014	0.016	0.007
Si	-9.515	6.712	13.797	-0.003	0.017	0.01
Si	-6.752	9.439	13.764	0.009	-0.015	0.007
Si	-9.485	-4.143	13.75	-0.005	0.013	0.003
Si	-6.77	-1.429	13.751	0.008	-0.017	-0.001
Si	-4.072	1.311	13.795	-0.007	-0.002	0.013
Si	-1.338	4.044	13.771	-0.002	0.002	0.006
Si	-4.042	6.745	13.781	0.003	-0.005	0.007
Si	-1.327	9.468	13.749	-0.003	0.004	0.008
Si	-4.049	-4.148	13.734	0.001	-0.003	-0.004
Si	-1.355	-1.409	13.736	-0.007	0.007	0.011
Si	0.026	-0.044	15.068	0.01	-0.002	0
Si	2.767	2.735	15.053	0.016	0.008	-0.006
Si	0.035	5.415	15.127	-0.009	0.005	-0.008
Si	2.779	8.128	15.055	0.012	0.012	0.004
Si	0.049	-5.484	15.098	0	0.002	0.001
Si	2.747	-2.747	15.062	-0.008	0.002	0.006
Si	5.481	-0.004	14.981	0.006	0.005	0.003
Si	8.17	2.718	14.939	0.008	0.01	-0.001
Si	5.491	5.405	15.012	-0.007	0.008	-0.004
Si	8.204	8.143	14.938	-0.004	0.003	-0.003
Si	5.488	10.866	15.016	0.001	-0.001	0.006
Si	8.197	-2.717	14.927	-0.006	0	0.005
Si	10.887	0.009	14.886	0	0.013	0.002
Si	13.595	2.736	14.788	0.001	0.005	-0.005
Si	10.895	5.447	14.846	0.005	0.001	-0.002
Si	13.617	-8.154	14.767	0.009	0.016	-0.001
Si	10.907	-5.443	14.839	0.001	0	-0.003
Si	13.587	-2.699	14.788	-0.004	-0.003	0.008
Si	16.329	0.012	14.714	0.004	0.007	0.005
Si	19.045	2.727	14.689	0.004	0.009	0.005
Si	16.314	5.44	14.721	0.001	0.008	-0.005
Si	19.043	-8.151	14.664	-0.006	-0.005	0.004
Si	16.327	-5.406	14.716	0.003	0.006	-0.003
Si	19.049	-2.705	14.681	0.006	-0.002	-0.001
Si	21.761	0.005	14.691	0.004	-0.007	0.001
Si	24.475	2.731	14.667	0.012	0.011	0.007
Si	21.756	5.454	14.645	0.001	0.003	0.003
Si	24.426	-8.127	14.633	0.002	-0.018	-0.005
Si	21.74	-5.415	14.645	-0.012	-0.003	0
Si	24.472	-2.693	14.691	-0.015	-0.013	0.007
Si	27.178	0.028	14.712	0.007	-0.001	0.007
Si	29.91	2.721	14.729	-0.007	-0.009	0.002
Si	27.174	5.45	14.669	-0.004	0.005	0.003
Si	29.902	-8.126	14.749	-0.005	-0.003	0.006
Si	27.161	-5.381	14.706	0.006	-0.014	-0.003
Si	29.891	-2.711	14.753	-0.014	-0.012	0
Si	32.616	0.02	14.817	-0.005	-0.004	0.012
Si	35.334	2.78	14.874	0	-0.009	-0.001
Si	32.618	5.472	14.829	-0.012	-0.012	0.002
Si	35.334	-8.143	14.912	-0.008	-0.003	0.002
Si	32.622	-5.412	14.827	0.01	0.005	0.002
Si	35.348	-2.689	14.896	0.004	0.009	-0.007
Si	-27.235	0.058	14.939	0.006	0.012	-0.005
Si	-24.552	2.782	14.998	-0.002	-0.007	-0.006
Si	-27.257	5.499	14.991	-0.021	-0.005	0.007
Si	-24.521	-8.117	15.043	0.002	0.003	0.01
Si	-27.247	-5.416	14.976	-0.004	-0.005	0.002
Si	-24.493	-2.709	14.998	-0.006	-0.001	0.001
Si	-21.817	0.02	15.004	-0.006	-0.008	0.003
Si	-19.067	2.737	15.051	-0.017	-0.006	0.004
Si	-21.807	5.492	15.043	0.008	-0.001	-0.002
Si	-19.051	-8.128	15.1	0.004	-0.004	0.006
Si	-21.761	-5.432	15.071	0.001	-0.007	0.008
Si	-19.079	-2.744	15.022	0.004	-0.004	0.003
Si	-16.335	0.003	15.061	0.003	0.001	0.01
Si	-13.615	2.728	15.094	0.011	0.002	0
Si	-16.327	5.463	15.109	-0.003	0.002	0.004
Si	-13.581	8.051	15.125	-0.006	-0.015	0.011
Si	-16.331	10.798	15.077	-0.009	-0.003	0.01
Si	-13.589	-2.76	15.067	0.003	0.01	0.004
Si	-10.87	-0.043	15.08	0.008	0.003	0.005
Si	-8.176	2.638	15.165	0.002	-0.008	0.004
Si	-10.893	5.334	15.154	-0.013	-0.012	0.001
Si	-8.108	8.061	15.115	0.005	0.007	0
Si	-10.838	10.8	15.097	0.007	-0.008	0.007
Si	-8.112	-2.802	15.111	0.006	-0.002	0.006
Si	-5.442	-0.074	15.143	-0.002	-0.002	0
Si	-2.694	2.678	15.148	-0.001	0.015	-0.004
Si	-5.41	5.368	15.13	0.008	0.004	-0.01
Si	-2.666	8.108	15.147	0.005	-0.002	-0.001
Si	-5.363	-5.532	15.112	0.014	0.004	0.001
Si	-2.708	-2.787	15.105	-0.007	-0.011	-0.005
O	0.507	3.994	26.123	0.027	-0.185	-0.028
O	5.614	2.704	22.346	0.131	0.045	0.195
O	0.102	-0.237	25.11	0.041	-0.115	0.43
O	3.759	1.087	23.354	-0.307	0.073	0.057
O	0.005	2.645	22.198	0.186	0.062	0.708
O	4.445	6.982	-1.296	0.717	-0.117	-0.15
O	5.093	6.878	-6.486	0.271	-0.284	0.565
O	5.18	7.645	22.973	-0.249	-0.022	0.079
O	3.257	-5.066	22.242	0.299	0.14	0.123
O	0.284	-4.998	26.056	0.03	0.359	0.066
O	6.651	-2.248	25.493	-0.031	0.032	0.045
O	6.84	-1.096	23.163	0.214	0.393	0.019
O	15.75	1.575	-5.095	0.222	0.23	0.207
O	11	2.617	22.16	-0.145	0.188	0.034
O	12.668	4.201	23.254	0.522	-0.04	0.148
O	7.447	4.458	23.173	-0.279	-0.18	0.047
O	7.836	5.765	-3.53	0.409	-0.267	-0.246
O	9.384	6.281	23.152	0.255	-0.216	0.34
O	10.098	-3.513	23.007	-0.417	-0.013	0.254
O	14.483	-5.311	25.129	0.176	-0.038	0.004
O	13.709	0.004	22.004	0.023	-0.091	0.73
O	20.42	-3.178	-6.331	0.094	0.567	0.066
O	13.314	0.783	-5.411	-0.005	-0.241	0.229
O	16.855	2.883	24.808	-0.274	0.039	0.72
O	14.964	6.071	22.622	-0.334	-0.51	-0.088
O	16.425	8.119	21.818	0.049	0.173	0.595
O	11.099	-8.175	22.282	-0.117	0.029	0.469
O	12.987	-6.472	23.111	0.001	-0.242	0.351
O	16.492	-2.776	21.927	0.133	-0.054	0.488
O	15.341	0.866	25.222	-0.318	-0.457	-0.109
O	21.69	2.706	21.912	0.021	0.045	0.745
O	19.064	5.448	21.721	-0.061	-0.126	0.642
O	17.909	-6.249	22.656	-0.011	0.476	0.057
O	20.63	4.895	-2.971	-0.277	-0.318	-0.408
O	20.326	-3.431	25.349	0.507	0.485	-0.229
O	27.795	4.619	-3.788	-0.03	0.36	-0.087
O	21.768	-5.256	24.078	0.065	0.369	0.131
O	21.714	-2.705	21.833	-0.199	-0.14	0.419
O	30.627	-1.921	26.083	-0.232	0.078	-0.605
O	25.587	1.48	22.99	-0.261	-0.41	-0.044
O	29.435	5.167	21.94	-0.158	-0.11	0.433
O	23.337	4.493	22.784	-0.088	0.625	0.03
O	22.277	7.396	-6.448	-0.295	0.052	-0.435
O	25.7	6.491	23.025	-0.3	0.004	0.164
O	27.187	-8.041	21.915	0.135	0.031	0.517
O	23.072	-7.201	22.92	-0.057	-0.421	0.12
O	24.574	-5.368	21.926	0.254	0.207	0.645
O	26.638	6.552	25.593	-0.08	0.713	-0.038
O	28.388	-1.829	22.581	0.278	-0.482	0.551
O	29.858	0.178	21.989	-0.164	-0.017	0.431
O	31.362	2.132	22.946	-0.255	0.341	0.484
O	-28.94	-5.97	24.319	-0.21	-0.254	-0.061
O	-30.495	0.142	25.258	0.187	-0.065	0.1
O	30.564	7.248	22.911	-0.397	-0.122	0.079
O	29.09	-6.157	22.126	0.541	0.167	-0.048
O	31.519	1.454	-1.682	-0.372	0.685	-0.105
O	-31.032	-4.341	24.94	-0.218	0.183	0.046
O	30.547	-4.186	22.96	0.138	0.455	0.693
O	-30.872	-1.032	22.922	0.157	-0.247	0.315
O	-27.272	2.716	22.235	-0.062	0.335	0.26
O	-30.295	-0.363	-4.093	0.114	-0.135	0.027
O	-32.027	3.986	23.015	0.084	0.303	0.259
O	-28.491	7.235	23.296	-0.094	0.3	0.177
O	-27.322	-2.596	21.965	-0.025	-0.126	0.177
O	-25.983	-0.765	23.124	-0.041	0.407	0.144
O	-24.464	-0.224	25.133	0.284	-0.146	0.44
O	-21.868	2.713	22.002	0.057	0.074	0.482
O	-24.843	1.724	-2.763	-0.132	-0.474	0.285
O	-23.626	6.475	23.139	0.097	-0.092	0.48
O	-25.29	4.415	22.839	0.224	-0.078	0.281
O	-24.491	-5.176	22.24	0.221	0.182	0.224
O	-22.469	-3.445	23.011	-0.192	-0.012	0.089
O	-32.278	8.071	-4.084	-0.155	-0.507	0.205
O	-19.165	0.771	-5.607	-0.415	-0.336	0.15
O	-20.024	-3.399	24.175	-0.118	-0.246	0.052
O	-23.99	-3.033	-3.331	0.039	-0.057	-0.663
O	-22.185	3.976	24.455	-0.057	-0.16	-0.364
O	-21.471	-3.843	-3.645	-0.014	-0.447	0.089
O	-21.804	-8.105	22.237	-0.145	-0.094	0.292
O	-21.608	-5.753	24.752	-0.276	0.546	-0.233
O	-16.782	7.662	-4.465	-0.443	-0.077	-0.255
O	-14.097	-0.486	22.238	-0.206	-0.093	0.394
O	-10.277	3.631	23.367	-0.16	0.365	0.028
O	-17.055	0.753	-7.164	0.039	-0.027	-0.396
O	-14.513	-7.03	23.285	0.246	-0.059	0.225
O	-13.243	-5.128	22.232	0.22	-0.23	0.401
O	-11.207	-3.125	22.275	-0.091	-0.109	0.592
O	-5.811	2.158	22.377	0.329	0.242	-0.25
O	-8.473	-0.22	25.402	0.093	0.04	0.328
O	-4.131	3.815	23.257	0.257	0.353	0.434
O	-12.753	-5.678	-3.469	0.329	0.141	0.517
O	-4.862	-8.063	22.565	-0.516	-0.193	-0.194
O	-10.83	-8.165	22.261	-0.098	0.067	0.301
O	-9.167	-6.363	23.119	-0.065	0.214	0.329
O	-7.177	-4.696	23.349	0.316	0.264	0.347
O	-5.515	-2.862	22.4	-0.086	-0.122	0.609
O	-4.048	-0.908	23.328	0.063	0.139	0.131
O	-4.312	1.524	24.442	0.427	0.109	0.425
O	-6.369	0.781	-1.252	-0.117	-0.357	-0.095
O	-9.107	-2.013	-0.903	-0.01	-0.316	-0.06
O	-5.014	-2.96	26.28	-0.214	-0.016	-0.495
O	-2.662	5.283	21.772	-0.088	0.013	-0.146
O	-1.877	4.715	25.169	-0.016	-0.129	-0.31
O	-3.503	-5.936	23.202	-0.3	0.035	0.144
O	-21.516	-7.72	-6.73	0.078	0.205	-0.202
O	-1.661	-4.113	23.329	0.3	0.156	0.487
O	-13.241	-0.209	25.759	0.213	-0.089	0.283
O	-30.003	-2.2	-5.973	0.1	0.376	-0.22
O	-15.224	4.284	26.273	0.442	0.142	-0.042
O	9.599	2.052	-4.365	0.176	0.07	0.306
O	1.334	4.51	23.256	-0.048	-0.116	0.434
O	-16.063	2.77	-3.408	-0.209	0.103	0.05
O	-21.05	5.726	-5.366	0.612	-0.127	-0.108
O	-5.605	5.582	-0.373	-0.237	0.126	-0.431
O	23.672	-1.407	-1.553	0.544	-0.429	-0.126
O	26.481	2.4	-3.274	-0.169	0.208	0.106
O	15.124	2.002	22.868	0.091	0.214	0.295
O	-8.867	4.52	-3.939	0.265	0.078	0.15
O	16.031	-2.373	-3.205	-0.487	0.33	0.261
O	-21.041	-8.123	-4.235	0.219	0.378	0.495
O	13.117	-1.684	-6.044	-0.323	0.074	0.139
O	-28.646	-4.182	-1.546	0.493	-0.419	-0.201
O	12.017	-1.719	22.951	0.038	0.189	0.47
O	3.755	1.996	25.847	0.042	0.188	0.046
O	17.034	5.449	24.27	0.116	0.581	0.52
O	18.104	4.739	-4.519	0.134	-0.197	0.097
O	18.16	1.202	-6.01	-0.095	-0.247	-0.243
O	-30.072	-2.417	-0.338	-0.116	0.144	-0.522
O	16.164	-4.954	-3.696	-0.088	-0.088	-0.349
O	24.379	5.256	24.98	-0.328	0.242	0.259
O	13.332	7.38	-6.997	-0.203	0.428	-0.053
O	10.384	-7.166	-5.693	0.379	-0.065	0.024
O	17.921	-1.404	-1.618	0.199	-0.181	0.076
O	-3.802	6.346	24.154	-0.242	-0.281	0.122
O	-5.462	-5.59	-0.121	0.093	-0.11	-0.239
O	20.925	7.024	-1.522	0.515	0.121	-0.019
O	21.396	-5.617	-5.967	0.64	-0.351	0.014
O	19.269	3.954	24.393	0.303	-0.575	-0.376
O	16.943	-7.389	-3.797	0.351	-0.277	-0.148
O	-32.408	5.348	-0.551	-0.121	0.033	-0.425
O	21.878	4.212	25.002	-0.018	-0.218	0.285
O	10.465	-4.568	-6.268	-0.297	0.548	-0.182
O	-5.97	-8.15	-4.876	-0.165	-0.114	-0.164
O	23.863	2.639	24.615	-0.355	-0.251	0.183
O	-31.17	4.233	-6.81	0.39	-0.362	0.1
O	-22.027	-1.399	-2.826	-0.277	0.138	-0.46
O	20.395	1.524	-1.745	-0.392	0.298	-0.183
O	3.756	1.219	-1.367	-0.432	0.333	-0.188
O	-4.238	-4.16	-5.552	0.24	0.633	0.001
O	31.656	3.796	-6.125	0.226	0.243	0.435
O	-27.244	7.533	-4.496	0.227	0.132	-0.186
O	-30.548	3.651	-1.426	0.298	0.37	-0.182
O	28.365	-1.402	-1.511	-0.312	0.014	-0.016
O	14.295	-8.157	-3.674	-0.148	0.588	-0.085
O	-32.162	-0.344	-0.506	-0.047	0.09	-0.209
O	20.906	7.318	-4.158	0.536	0.463	0.257
O	29.739	-7.061	-7.161	-0.101	-0.225	0.601
O	9.289	-3.956	-1.644	-0.169	0.294	-0.612
O	-21.526	-3.7	-6.297	-0.709	0.118	0.101
O	-8.167	2.584	-0.419	0.173	0.032	-0.304
O	-2.875	2.701	-3.451	0.44	0.099	-0.638
O	32.065	5.252	25.837	-0.187	0.008	-0.398
O	-26.103	6.616	23.994	-0.19	0.162	0.032
O	7.935	-7.964	-3.474	-0.07	0.504	-0.337
O	11.53	-1.009	-1.509	0.158	-0.46	-0.304
O	-14.723	0.662	-2.526	-0.31	0.169	0.227
O	3.823	-3.212	-1.154	0.431	0.503	-0.121
O	-8.738	-3.554	-5.846	0.093	0.227	0.104
O	1.238	-2.523	25.813	-0.3	-0.017	-0.075
O	-30.138	5.537	22.186	-0.104	0.017	0.462
O	30.814	-3.351	-5.645	0.341	-0.017	0.483
O	7.627	-2.352	-0.48	-0.009	0.082	-0.361
O	-28.516	3.644	-5.509	-0.728	-0.143	-0.258
O	-26.321	-1.944	-3.629	-0.263	-0.155	-0.005
O	19.046	-0.277	24.973	0.385	-0.002	-0.001
O	-18.386	6.744	-1.02	-0.111	0.327	-0.416
O	2.748	-0.352	25.429	0.219	0.181	0.239
O	-8.126	-0.463	-5.176	-0.169	-0.444	-0.003
O	2.943	-4.476	26.255	0.054	-0.252	-0.519
O	-14.503	6.84	24.408	-0.472	-0.36	-0.146
O	32.174	-4.748	-0.939	0.23	-0.047	-0.092
O	-31.169	-6.525	-1.418	0.118	-0.281	-0.279
O	18.693	6.643	-2.849	-0.127	0.48	0.38
O	10.149	6.976	-3.548	0.064	0.436	0.182
O	-22.213	0.927	-1.483	0.209	0.386	-0.541
O	-12.602	-0.896	-2.359	0.481	-0.049	-0.127
O	-13.751	-5.476	26.073	-0.041	0.142	-0.534
O	11.077	3.228	-6.247	-0.036	-0.075	-0.395
O	-19.987	3.127	25.588	-0.346	-0.313	0.095
O	-22.462	6.322	-3.221	0.01	0.257	0.626
O	-17.063	5.413	-5.809	-0.322	0.277	-0.132
O	-14.689	-7.363	-3.691	-0.017	-0.219	0.563
O	-1.351	-6.376	24.608	-0.008	-0.451	-0.41
O	-17.664	-4.15	23.373	-0.154	-0.267	0.053
O	-9.44	-0.49	-3.006	-0.419	0.54	0.417
O	9.021	0.238	-6.202	-0.621	0.051	0.06
O	3.141	2.736	-3.296	0.258	0.061	-0.225
O	-15.472	0.766	-5.036	0.134	-0.437	-0.062
O	-9.508	-1.424	23.301	-0.246	-0.234	0.445
O	-25.405	-2.079	-1.255	0.371	-0.228	0.023
O	-19.861	0.08	-2.547	-0.028	-0.387	-0.282
O	-12.65	1.273	-3.934	-0.072	-0.067	-0.389
O	-18.838	-6.784	-0.999	-0.01	-0.515	-0.496
O	-12.183	6.369	-1.111	-0.22	-0.656	-0.158
O	29.213	4.159	-1.631	0.408	-0.455	-0.115
O	-8.223	-7.302	-6.003	0.106	0.233	0.125
O	-29.129	-2.465	-3.457	0.322	-0.014	0.115
O	-8.841	2.938	25.463	-0.134	-0.028	0.439
O	-9.669	-2.398	26.193	-0.424	0.065	-0.519
O	-7.164	1.971	-5.187	-0.128	0.351	0.707
O	-16.328	-0.124	-0.277	0.301	0.182	-0.474
O	-5.167	3.388	-6.185	0.467	-0.312	-0.192
O	0.454	1.718	-4.491	0.201	-0.076	0.238
O	-6.333	3.272	24.65	-0.062	0.07	-0.077
O	18.741	-5.366	-3.419	0.264	-0.441	-0.124
O	6.418	4.594	-1.534	-0.333	0.115	-0.028
O	-5.847	0.187	-3.854	0.516	-0.312	0.007
O	-9.146	-4.703	25.132	0.03	0.113	-0.09
O	-3.821	7.747	-3.283	-0.333	-0.263	-0.08
O	12.633	-7.688	-1.625	-0.038	0.14	0.059
O	-29.655	-7.941	-3.9	-0.121	-0.119	0.436
O	16.164	5.592	-0.049	-0.1	0.034	0.084
O	19.82	3.292	-5.788	0.208	0.1	-0.288
O	27.661	-2.723	24.811	0.211	0.502	0.454
O	-17.035	-3.964	-6.458	0.537	0.432	0.085
O	-5.429	2.61	-2.835	-0.584	0.283	0.018
O	-22.59	-3.529	-1.262	-0.089	0.124	-0.018
O	-15.431	5.379	-3.761	0.524	-0.024	0.248
O	14.517	4.996	24.934	0.236	-0.369	0.518
O	-3.03	-4.56	25.518	0.084	-0.031	0.052
O	-2.95	4.985	-6.104	-0.159	0.051	0.269
O	28.948	-2.293	-3.9	-0.109	-0.348	0.253
O	-29.46	7.945	-0.455	0.071	-0.153	-0.686
O	-1.644	1.673	-1.373	0.208	0.463	-0.205
O	-3.855	0.598	-2.242	0.059	-0.148	0.072
O	5.346	-0.009	25.108	0.011	0.181	0.485
O	6.44	3.724	-4.018	-0.482	-0.591	0.026
O	1.666	7.148	23.774	-0.33	0.122	-0.263
O	-8.943	-6.84	-1.136	0.129	0.581	-0.21
O	-2.635	-4.49	-3.494	0.009	0.5	0.172
O	-1.323	-4.727	-1.218	-0.054	-0.263	-0.098
O	31.401	0.112	-6.878	-0.025	0.078	0.734
O	-10.906	-5.327	-0.302	0.125	0.005	-0.304
O	6.596	1.929	-5.796	-0.002	-0.163	-0.673
O	11.403	-5.464	-1.371	0.21	0.39	-0.224
O	-29.263	-3.788	23.027	-0.228	0.313	0.51
O	-12.061	6.966	25.574	0.559	0.006	-0.13
O	-19.969	4.078	23.096	0.779	0.131	-0.051
O	10.162	-0.315	-3.684	-0.068	-0.612	-0.027
O	-16.816	2.284	22.314	-0.282	0.065	0.447
O	13.779	2.768	-3.687	-0.038	0.277	0.113
O	8.026	2.721	-0.585	-0.122	0.04	-0.267
O	2.969	5.246	-2.429	-0.353	-0.158	0.158
O	-14.657	-2.017	-1.221	-0.438	-0.181	-0.263
O	17.342	4.537	-2.025	0.152	-0.416	-0.416
O	5.311	-2.992	22.207	-0.132	0.116	0.566
O	-6.834	-3.733	-1.104	-0.727	-0.028	-0.438
O	9.643	0.814	-1.347	-0.277	-0.345	-0.084
O	14.267	1.805	-1.37	0.089	-0.095	-0.385
O	3.012	7.586	-3.56	-0.431	-0.31	-0.03
O	29.132	3.286	-6.077	0.099	-0.145	-0.346
O	-20.891	-1.29	22.983	-0.035	0.371	0.194
O	-16.032	-6.748	-0.895	0.038	-0.111	-0.337
O	20.97	-3.99	-3.932	0.283	0.071	0.268
O	-9.936	7.289	-2.062	0.056	-0.289	0.098
O	-16.058	-2.463	22.246	0.195	0.194	0.324
O	19.917	-3.828	-1.574	-0.378	0.2	-0.026
O	25.656	-4.236	-1.573	-0.074	0.54	-0.237
O	-4.485	4.754	-4.03	0.027	0.47	0.157
O	-0.661	6.301	-6.595	-0.33	0.319	0.63
O	8.441	-5.332	22.116	0.135	-0.118	0.681
O	-26.684	-4.93	25.083	-0.28	0.29	0.14
O	-3.827	-7.467	-0.91	0.002	-0.048	-0.13
O	-10.426	-1.635	-5.172	-0.332	-0.074	-0.083
O	1.937	-7.074	-5.576	-0.552	0.089	0.163
O	-27.957	-0.772	-5.194	-0.101	0.454	-0.254
O	2.839	0.091	-3.537	-0.123	0.087	-0.036
O	26.725	4.355	24.213	0.194	-0.034	-0.795
O	-8.071	-7.807	-3.419	-0.118	0.306	-0.032
O	21.835	-0.032	-0.342	0.134	-0.084	-0.324
O	-25.322	-2.71	24.758	0.082	-0.313	-0.31
O	11.922	1.348	-2.533	0.059	-0.129	-0.309
O	-17.262	0.416	-3.141	0.033	-0.499	-0.194
O	17.174	-6.181	-1.484	-0.441	-0.038	-0.068
O	-26.892	-0.829	25.698	-0.499	-0.304	-0.21
O	-30.96	-5.709	22.708	-0.153	0.076	-0.09
O	4.448	-7.235	-5.023	0.517	0.063	0.199
O	3.293	-8.021	25.539	0.118	-0.271	-0.191
O	-8.299	5.192	22.421	-0.23	0.167	0.21
O	9.471	0.706	23.134	-0.109	-0.289	0.034
O	15.603	5.913	-7.034	-0.088	-0.516	0.38
O	5.24	6.013	-3.501	0.059	0.359	-0.268
O	25.39	-6.668	-2.814	0.053	-0.233	-0.25
O	10.571	4.431	-3.956	0.224	-0.106	0.538
O	3.585	5.627	22.824	0.175	-0.544	-0.049
O	28.196	-3.753	-5.917	0.171	-0.256	-0.354
O	13.012	3.122	25.746	0.227	-0.293	-0.155
O	-19.967	-0.518	26.092	0.245	-0.249	-0.557
O	-8.095	6.59	-5.268	0.29	-0.029	0.036
O	26.394	-4.542	26.004	0.08	-0.513	-0.207
O	-23.577	5.127	-5.274	-0.301	0.035	-0.046
O	-4.979	-1.775	-1.238	0.099	0.608	-0.19
O	19.865	1.011	22.8	0.06	-0.055	0.229
O	31.706	-4.339	25.864	-0.264	-0.285	-0.24
O	1.849	3.055	-6.255	0.205	0.488	-0.415
O	-29.434	1.281	-1.197	-0.386	-0.481	-0.294
O	-31.095	-4.06	-2.463	-0.273	0.528	0.081
O	31.655	7.683	25.165	0.011	0.228	0.11
O	5.894	4.361	-6.502	-0.123	-0.194	0.06
O	29.136	-7.502	-1.256	-0.078	0.053	-0.224
O	1.445	3.5	-1.342	0.259	-0.453	0.044
O	19.97	5.91	-6.134	0.112	-0.141	-0.083
O	-0.982	0.375	-6.252	-0.453	-0.147	-0.011
O	-12.257	8.014	-3.145	-0.096	0.106	-0.07
O	5.231	1.17	-3.581	0.32	0.132	0.392
O	-4.633	-6.144	-3.901	-0.375	-0.156	0.052
O	6.195	-7.12	-6.899	-0.006	-0.103	-0.146
O	-19.91	-6.32	22.893	0.235	0.239	-0.001
O	8.484	3.89	-5.75	0.043	0.423	-0.194
O	-25.942	3.872	-1.485	-0.186	-0.136	-0.508
O	-18.95	-2.713	-0.205	0.058	-0.198	-0.268
O	-16.623	7.834	23.153	0.294	-0.018	0.184
O	-23.924	7.868	-0.411	-0.026	-0.223	-0.091
O	-26.323	2.786	-4.524	0.242	0.011	-0.035
O	-13.499	-4.311	-5.698	-0.257	-0.083	-0.077
O	-27.428	-4.049	-5.734	-0.306	0.174	0.458
O	-24.051	-4.913	25.191	0.062	0.036	-0.287
O	27.437	-5.648	-0.451	0.077	-0.093	-0.495
O	-24.093	2.373	25.236	-0.174	0.02	0.016
O	9.168	-6.577	-1.613	0.341	-0.12	0.683
O	-19.735	6.171	-3.172	0.341	-0.02	-0.418
O	16.262	6.426	-3.806	-0.302	-0.257	-0.119
O	-15.602	-1.803	26.076	0.036	-0.038	-0.532
O	-7.442	7.312	-1.147	0.333	0.158	-0.165
O	27.418	3.021	21.885	0.016	-0.009	0.221
O	-13.831	-8.13	-0.253	-0.068	0.083	-0.556
O	13.901	-3.56	-4.21	-0.671	-0.052	0.126
O	32.411	-5.807	-3.263	0.096	0.211	-0.433
O	-19.232	-3.454	-5.036	0.467	0.169	0.341
O	-18.245	1.58	-1.019	-0.155	0.371	-0.055
O	18.845	8.108	24.097	-0.446	-0.612	0.025
O	-16.402	5.551	0.096	-0.124	-0.15	-0.165
O	1.748	-1.367	23.355	0.163	0.218	0.131
O	30.794	-6.586	23.992	0.332	0.007	0.573
O	1.656	-1.7	-1.174	-0.019	0.179	-0.376
O	0.639	-0.894	-4.543	-0.234	-0.319	0.052
O	22.058	2.691	-3.423	0.47	-0.057	-0.316
O	2.529	-8.133	-0.188	0.137	-0.104	-0.261
O	7.612	0.241	-4.068	-0.099	-0.177	0.649
O	25.765	7.586	-1.244	0.356	0.293	0.162
O	24.569	0.106	24.993	-0.292	0.054	0.631
O	24.567	-7.492	-6.823	-0.254	0.179	0.096
O	-18.724	3.371	-5.819	-0.54	0.307	0.04
O	-25.823	-2.035	-6.191	0.593	0.504	-0.364
O	-0.681	3.783	-5.636	-0.445	-0.411	0.274
O	-22.223	0.958	-6.772	0.122	-0.488	0.32
O	32.523	-2.684	22.074	0.058	-0.051	0.281
O	19.272	-5.7	24.794	-0.003	-0.097	0.391
O	7.293	-7.255	23.174	0.278	0.234	0.317
O	-11.8	3.124	-5.686	-0.19	-0.18	-0.197
O	-20.394	-5.787	-5.159	0.607	-0.437	0.051
O	-11.235	5.479	-3.331	-0.445	-0.05	-0.548
O	-5.133	-3.621	-3.141	0.171	-0.065	-0.125
O	-0.062	-5.349	-3.422	0.033	0.069	-0.641
O	-23.79	2.215	-5.13	-0.006	0.257	-0.058
O	-26.614	5.419	-5.931	0.311	0.362	-0.208
O	-16.06	3.001	-6.199	0.51	0.164	0.242
O	24.747	0.444	-3.199	-0.435	0.229	-0.154
O	-27.158	-0.057	-0.54	-0.214	0.147	-0.599
O	15.361	-3.148	-6.236	0.237	-0.424	0.086
O	-10.768	2.88	-3.258	0.069	-0.292	0.197
O	24.259	7.226	-3.284	0.075	0.115	-0.062
O	-20.199	-7.95	24.924	-0.165	-0.088	0.405
O	20.837	7.032	22.74	0.682	0.144	0.078
O	21.349	-7.792	24.8	0.052	-0.095	0.505
O	-28.541	2.76	-3.006	0.417	-0.263	0.125
O	-12.497	0.999	23.45	0.092	0.275	0.096
O	-0.056	-0.035	-0.265	-0.196	0.088	-0.528
O	-5.271	-8.082	25.151	0.031	0.05	0.189
O	24.558	-2.623	25.113	-0.572	-0.133	0.129
O	7.186	6.732	24.491	0.067	0.059	0.342
O	14.599	6.978	-1.445	0.401	-0.177	-0.215
O	20.246	6.224	25.226	0.12	0.195	0.361
O	-10.63	-7.557	-7.157	-0.091	-0.163	0.219
O	5.533	-0.481	-5.601	0.427	-0.578	-0.225
O	0.806	-6.667	-1.332	-0.193	-0.102	-0.106
O	1.576	-4.264	-1.722	-0.229	0.083	0.579
O	-32.061	-3.368	-7.006	0.126	0.182	-0.256
O	23.848	-1.797	-4.108	-0.194	-0.045	-0.426
O	-15.076	4.088	-1.445	0.374	-0.172	-0.308
O	-18.989	-5.52	25.199	0.226	-0.151	0.853
O	3.496	0.949	-6.326	0.089	0.336	0.411
O	26.845	-4.767	-3.877	0.496	-0.199	0.348
O	-17.557	4.715	-2.486	-0.09	-0.201	-0.182
O	27.291	5.528	-0.538	0.033	-0.023	-0.536
O	6.681	-7.24	-1.278	-0.388	-0.241	-0.479
O	-21.202	-5.53	-0.418	-0.127	-0.09	-0.293
O	-7.379	0.098	22.954	0.438	-0.432	0.287
O	5.557	-0.341	-0.378	-0.252	0.194	-0.399
O	23.49	-6.569	25.518	0.791	-0.283	-0.114
O	19.82	-4.128	22.783	-0.382	0.199	0.1
O	0.74	-7.581	25.727	0.063	-0.253	0.165
O	16.094	0.09	-0.588	-0.124	0.027	-0.273
O	-22.183	3.641	-6.787	0.257	0.01	-0.276
O	8.606	7.242	-1.183	-0.033	-0.193	-0.356
O	10.627	5.478	-0.649	-0.149	-0.176	-0.57
O	23.412	-7.481	-1.367	-0.227	-0.073	-0.447
O	17.473	3.59	22.475	-0.067	-0.513	0.169
O	-27.451	5.03	-3.556	-0.326	0.168	0.553
O	13.322	-2.559	-0.468	0.225	-0.251	-0.267
O	31.268	7.254	-1.384	0.367	0.038	-0.338
O	12.46	3.714	-1.519	-0.005	0.126	-0.165
O	19.062	-5.291	-7.094	-0.437	-0.191	-0.159
O	14.732	-4.556	22.709	-0.03	-0.214	0.088
O	-10.147	5.141	-6.192	0.2	0.537	-0.12
O	-12.408	6.27	23.035	-0.183	-0.524	0.241
O	22.935	-3.539	-5.744	0.147	0.261	-0.401
O	-20.995	-1.034	-0.487	-0.661	-0.087	0.29
O	-30.884	-7.554	-6.205	0.155	0.757	0.288
O	28.529	-5.222	24.449	-0.187	-0.314	0.327
O	-12.666	-7.311	-5.476	-0.083	0.099	0.093
O	21.784	-5.499	-0.648	-0.212	-0.008	-0.563
O	-17.895	-3.125	25.796	-0.387	0.283	-0.014
O	15.618	-8.157	-5.892	0.277	0.562	-0.387
O	10.081	-6.109	26.317	-0.053	-0.264	-0.284
O	-24.472	4.997	25.2	-0.126	0.22	0.623
O	24.591	2.669	-0.599	-0.098	-0.089	-0.067
O	18.949	-7.965	-0.536	0.085	0.156	-0.589
O	22.876	4.414	-1.606	0.071	0.006	0.093
O	25.297	4.739	-3.775	-0.239	-0.108	0.65
O	24.247	-4.435	-3.703	-0.465	-0.196	0.144
O	-25.239	-6.337	-4.055	0.329	-0.482	0.089
O	15.447	7.448	24.745	-0.107	0.172	-0.103
O	-12.569	1.493	-1.263	-0.146	0.64	-0.225
O	-5.383	5.946	-6.307	-0.52	0.421	0.486
O	26.439	0.819	-1.241	0.146	-0.52	0.142
O	8.198	-5.747	-5.765	-0.475	0.166	0.457
O	-18.99	2.338	-3.45	0.241	0.38	-0.005
O	-31.485	1.467	23.26	0.309	0.099	-0.458
O	3.016	-1.471	-5.692	-0.154	-0.553	-0.487
O	-5.395	-5.47	25.746	-0.259	0.2	-0.21
O	-2.005	7.319	25.709	0.079	0.229	-0.237
O	1.141	4.191	-3.922	0.044	0.415	-0.216
O	8.702	7.105	-5.71	0.007	-0.455	-0.332
O	-9.755	4.398	-1.396	-0.295	0.498	-0.295
O	-1.125	2.134	25.294	-0.05	-0.066	0.263
O	-28.973	5.596	-7.163	0.238	0.472	-0.082
O	-27.123	-7.585	25.117	-0.069	-0.086	0.723
O	-22.001	-1.987	25.19	-0.18	-0.226	0.494
O	-22.89	-6.249	-5.037	-0.075	0.132	0.06
O	-7.565	5.212	25.977	-0.334	0.465	-0.458
O	-5.208	-0.494	25.69	-0.589	0.471	0.033
O	-2.54	-0.132	25.337	0.076	-0.475	0.368
O	-6.526	-4.747	-6.692	0.02	-0.364	0.411
O	-1.614	0.336	-3.689	-0.207	-0.516	0.049
O	-17.176	-6.419	-3.147	-0.218	0.018	-0.388
O	-26.095	-4.359	-2.536	-0.056	0.009	0.136
O	1.887	-6.651	23.6	-0.059	0.229	0.627
O	20.12	1.127	-4.31	-0.239	0.018	0.053
O	17.403	-0.312	-3.986	0.117	0.331	0.205
O	26.553	-3.769	22.636	0.38	-0.191	0.182
O	-7.134	-1.831	-2.711	0.308	0.424	-0.431
O	17.888	-2.885	-6.87	0.227	0.037	0.629
O	26.336	-5.587	-6.294	-0.045	0.122	0.244
O	-22.073	0.689	25.149	0.41	0.44	-0.253
O	-15.215	3.834	23.621	-0.333	0.46	0.237
O	-12.357	-3.236	-1.017	0.136	-0.031	-0.296
O	18.594	-1.289	22.579	0.351	-0.553	0.414
O	8.021	-4.421	26.083	-0.162	-0.406	-0.854
O	-28.117	-6.597	-5.595	0.4	-0.187	-0.661
O	-21.891	5.689	-0.284	-0.096	-0.047	-0.285
O	11.712	8.058	26.106	0.217	0.086	-0.71
O	-3.802	4.132	-1.466	0.651	0.018	-0.216
O	-31.963	-6.528	26.001	-0.4	-0.299	-0.704
O	27.318	-0.146	-3.527	-0.092	-0.071	-0.673
O	28.741	2.894	25.18	0.244	0.114	-0.468
O	23.382	-1.233	23.083	-0.147	-0.048	0.145
O	13.797	3.222	-6.198	0.545	0.624	0.111
O	30.372	0.769	25.753	0.213	-0.055	-0.449
O	30.221	-2.929	-0.512	-0.148	-0.104	-0.303
O	-32.569	2.798	25.275	0.128	-0.213	0.179
O	-19.796	4.439	-1.196	-0.115	-0.591	-0.427
O	31.64	-6.5	-5.552	0.34	0.454	0.217
O	-11.144	-4.124	-4.781	0.074	-0.719	-0.212
O	-9.613	1.208	23.572	-0.285	0.126	-0.771
O	-0.167	5.421	-0.455	-0.111	-0.265	-0.602
O	2.505	-2.522	-3.443	0.24	-0.203	-0.585
O	-31.001	1.974	-3.399	-0.483	0.25	0.094
O	12.464	-4.081	24.004	0.277	-0.057	0.297
O	-6.083	0.005	-6.564	0.434	-0.319	0.046
O	10.898	-2.397	25.25	-0.083	-0.406	0.104
O	16.906	-6.727	25.083	-0.159	0.567	0.056
O	-28.991	0.851	23.102	0.137	-0.272	0.33
O	18.641	-2.733	-3.66	0.259	0.106	-0.407
O	-18.124	-1.533	-6.437	0.376	0.058	0.087
O	-12.763	5.414	-6.59	0.08	-0.211	0.591
O	-32.469	-7.825	22.795	0.485	-0.228	-0.124
O	11.373	0.213	-6.991	0.018	-0.025	0.056
O	-9.3	-3.108	-3.303	0.277	-0.554	0.414
O	20.683	1.119	-6.882	0.383	-0.497	0.282
O	-25.488	-6.651	-1.433	0.129	0.038	-0.108
O	-10.805	-0.104	-0.17	0.298	-0.059	-0.622
O	-1.977	7.079	-1.399	0.119	-0.251	-0.49
O	-23.866	2.7	-0.564	0.111	0.149	0.281
O	-1.945	-6.896	-2.624	0.288	-0.108	-0.3
O	-17.422	-4.594	-1.141	0.377	0.284	-0.458
O	-31.533	0.9	-5.96	0.425	0.25	-0.194
O	-30.665	6.325	-5.247	0.356	-0.355	0.398
O	26.546	3.303	-5.692	-0.453	-0.048	-0.32
O	-1.264	6.629	23.371	0.312	0.479	0.097
O	5.164	-5.345	-0.417	0.079	-0.121	-0.355
O	5.797	-7.439	25.23	0.132	0.656	-0.022
O	-13.964	2.207	25.303	-0.432	-0.228	0.474
O	8.859	4.85	25.386	-0.117	0.161	0.535
O	-25.536	0.262	-4.905	0.013	-0.004	-0.046
O	2.553	-6.156	-3.281	0.297	0.145	0.057
O	-24.851	-6.975	-6.606	-0.314	-0.338	0.15
O	-23.594	1.013	22.989	-0.034	-0.486	-0.063
O	26.265	2.084	25.492	-0.005	-0.356	0.537
O	30.739	2.178	-4.212	-0.244	-0.352	-0.197
O	-1.451	0.692	23.143	-0.305	-0.3	0.086
O	-10.322	1.027	-5.079	0.104	-0.045	-0.298
O	-18.907	6.695	23.217	-0.406	-0.205	-0.076
O	14.771	-4.189	-1.734	0.051	-0.379	-0.159
O	29.097	6.601	-2.693	-0.596	0.157	-0.241
O	-23.201	-7.082	26.303	-0.22	-0.181	-0.378
O	-18.144	7.073	25.715	0.458	-0.034	-0.175
O	-24.808	-4.478	-5.875	0.341	0.322	-0.144
O	11.929	5.535	25.391	-0.503	0.311	-0.027
O	0.057	-2.725	22.101	-0.115	0.097	0.42
O	-26.644	-6.504	22.948	-0.306	-0.493	0.234
O	-23.752	4.131	-2.824	0.253	-0.166	0.027
O	-20.345	5.721	25.13	-0.488	0.161	0.429
O	-2.841	-2.845	-0.298	0.22	0.169	-0.168
O	-21.108	2.369	-4.868	-0.34	0.077	0.298
O	30.525	-7.657	-3.468	-0.159	0.088	-0.375
O	-25.156	6.262	-3.69	0.082	0.557	0.502
O	8.971	2.32	25.112	-0.361	0.201	-0.26
O	11.886	6.089	-5.346	0.312	-0.041	0.055
O	-16.11	-6.273	-5.607	0.045	-0.114	-0.131
O	-6.399	6.503	23.471	-0.214	-0.309	0.437
O	24.598	6.409	-5.701	0.421	-0.354	-0.273
O	-11.325	1.947	25.417	0.193	-0.014	0.435
O	30.314	4.691	-4.066	0.413	0.393	0.094
O	-14.786	6.843	-5.852	0.277	0.284	0.282
O	19.938	-7.758	-6.295	-0.466	-0.006	0.142
O	29.295	-1.348	-6.285	-0.165	0.272	0.143
O	27.761	1.23	-6.964	0.117	-0.334	0.534
O	10.526	0.183	25.564	0.403	0.283	0.121
O	-28.039	6.61	25.907	-0.32	-0.644	0.043
O	7.974	-0.043	25.212	-0.058	-0.155	0.541
O	29.907	-0.01	-3.098	-0.205	0.07	0.049
O	-13.21	-2.815	26.087	0.306	0.117	-0.812
O	12.984	-4.171	-6.681	0.387	-0.297	0.078
O	-27.405	5.759	-0.467	0.292	0.008	-0.41
O	-7.704	4.24	-6.333	0.067	0.178	-0.432
O	-27.547	-6.64	-2.979	-0.349	0.178	0.304
O	17.893	4.517	-7.063	0.204	-0.307	0.099
O	22.18	0.062	-3.172	-0.092	-0.042	-0.443
O	16.364	-0.734	-6.323	-0.366	0.019	-0.052
O	-13.353	-3.141	-3.396	-0.3	0.318	-0.135
O	-15.555	-7.426	25.543	-0.438	0.207	0.121
O	-3.518	-7.764	-5.762	0.525	-0.292	0.243
O	25.955	-1.325	23.324	-0.067	0.378	-0.063
O	2.625	5.382	25.347	0.427	0.014	0.093
O	-18.889	0.279	22.21	0.011	0.099	0.588
O	10.035	-5.33	-3.782	0.276	0.204	0.079
O	17.273	0.738	23.367	-0.056	0.074	-0.482
O	25.594	-3.172	-5.551	0.026	0.554	-0.167
O	-29.802	-4.738	-6.661	0.002	-0.684	-0.256
O	-29.304	-4.927	-4.09	-0.054	-0.208	-0.091
O	-13.089	4.657	24.917	0.477	-0.287	0.364
O	-7.513	-6.72	25.137	-0.097	-0.206	0.081
O	22.851	5.144	-4.154	-0.381	0.194	-0.192
O	32.409	0.212	-3.826	0.039	-0.695	-0.238
O	12.517	6.269	-2.877	-0.064	-0.37	-0.039

Results
total energy: -406622.151 eV
total energy less fixed offsets of O -438.25, Si -107.07 eV per atom: -9.351 eV
